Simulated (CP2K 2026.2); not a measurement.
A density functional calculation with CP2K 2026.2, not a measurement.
Periodic cell of 2009 atoms, Si1440O569, from a study of silicon, its oxide and their interface. The atomic structure is a simulated model.
Doubt: the forces sum to 1.51 eV/angstrom along one axis rather than to zero, so they err by at least 0.0008 eV/angstrom per atom on average; the grid cutoff is modest.

Settings
functional: PBE
method: Gaussian and plane waves
basis set: DZVP-MOLOPT-SR-GTH
pseudopotentials: GTH-PBE
grid cutoff: 350 Ry, relative cutoff 50 Ry
k points: Gamma only
occupations: fixed
spin: none
net charge: 0

Cell vectors (angstrom)
a 65.28 0 0
b 0 16.32 0
c -1.7187 -1.4863 33.6892

Atoms and the computed forces on them: element, x, y, z (angstrom), force x, y, z (eV/angstrom)
Si 0.405 13.625 33.648 0.046 -0.036 0.096
Si 3.879 -0.367 33.249 0.01 0.12 0
Si 0.599 4.683 1.47 -0.021 0.1 0.022
Si 3.56 7.213 1.461 0.007 -0.058 0.008
Si 1.9 8.978 1.296 -0.089 0.019 0.057
Si 3.717 12.633 1.167 0.036 -0.104 0.661
Si 6.898 15.038 1.136 0.336 -0.369 0.397
Si 9.756 2.469 0.941 0.422 0.156 0.488
Si 7.749 4.797 1.091 0.222 0.304 0.425
Si 9.8 7.971 0.582 0.123 -0.25 0.625
Si 7.052 9.282 1.25 -0.078 0.143 0.709
Si 9.822 12.065 1.374 0.011 -0.054 -0.001
Si 12.065 14.928 1.191 -0.08 -0.41 0.438
Si 16.39 2.007 0.385 -0.306 -0.085 0.636
Si 11.65 3.675 33.349 -0.042 0.084 -0.029
Si 16.051 6.461 0.132 -0.044 -0.059 0.035
Si 11.485 10.508 0.479 -0.407 0.548 0.179
Si 15.588 12.618 0.687 -0.031 0.029 -0.052
Si 18.646 16.275 0.718 -0.097 -0.276 0.509
Si 21.411 1.345 1.078 0.105 0.299 0.617
Si 16.492 2.925 33.222 -0.067 0.055 -0.02
Si 20.854 5.264 0.702 -0.062 0.107 0.522
Si 17.755 10.278 0.655 0.098 0.082 0.037
Si 22.513 13.225 0.012 -0.033 0.052 -0.107
Si 23.769 15.628 1.064 0.39 0.275 0.527
Si 25.774 1.902 1.883 0.02 -0.12 0.55
Si 23.39 3.868 1.865 0.055 -0.038 0.644
Si 25.751 6.716 1.616 0.199 0.041 0.662
Si 22.919 6.795 33.04 -0.003 -0.042 0.231
Si 26.099 10.777 0.023 0.038 -0.07 0.068
Si 28.53 14.196 1.241 -0.49 -0.314 0.213
Si 30.694 1.917 1.503 -0.056 0.094 0.092
Si 29.104 3.772 1.748 0.261 -0.307 0.327
Si 32.902 7.948 2.662 0.05 0.028 -0.035
Si 28.613 9.291 1.35 0.317 -0.336 0.348
Si 31.165 12.407 1.572 0.031 -0.239 0.718
Si 34.454 14.439 1.406 0.007 0.213 0.694
Si 37.338 1.046 1.414 0.064 -0.216 0.538
Si 33.052 5.157 0.312 -0.604 0.333 0.31
Si 35.967 5.621 0.5 0.253 -0.024 0.45
Si 34.086 9.149 1.028 -0.154 -0.493 0.494
Si 36.838 12.423 1.575 0.139 0.059 0.532
Si 39.058 15.663 1.571 -0.074 0.082 -0.012
Si 42.153 1.576 1.631 -0.028 -0.255 0.676
Si 39.928 3.764 1.371 -0.325 0.187 0.704
Si 41.579 7.242 1.638 -0.212 0.278 0.497
Si 39.669 8.884 1.742 -0.021 -0.008 0.023
Si 42.45 11.528 1.636 -0.023 -0.001 -0.01
Si 45.026 14.44 1.525 0.282 -0.165 0.379
Si 47.071 1.721 1.179 0.305 -0.238 0.604
Si 44.843 3.942 1.534 -0.012 0.231 0.658
Si 47.807 6.368 1.047 0.396 -0.236 0.5
Si 44.184 9.92 1.659 -0.022 0.261 0.615
Si 46.826 12.715 1.388 -0.004 0.027 0.024
Si 50.412 14.721 1.345 0.02 0.011 -0.083
Si 52.475 1.788 1.526 -0.045 -0.005 -0.016
Si 50.774 3.691 1.496 0.079 -0.018 0.004
Si 53.449 6.462 1.581 0.01 -0.169 -0.094
Si 48.973 8.049 2.397 -0.024 -0.025 -0.01
Si 52.133 12.877 1.424 -0.089 0.267 0.462
Si 55.688 14.995 1.557 -0.059 0.025 0.591
Si 58.799 0.938 1.42 0.023 0.01 -0.033
Si 55.04 4.546 1.417 -0.024 0.068 -0.034
Si 58.07 7.764 1.223 0.02 0.678 0.258
Si 56.194 9.248 1.615 -0.002 -0.043 -0.058
Si 57.806 12.727 1.484 0.154 -0.052 0.708
Si 60.536 15.531 1.492 -0.125 0.258 0.346
Si 63.437 1.665 1.323 0.003 -0.034 0.026
Si 61.653 3.497 1.346 0.038 -0.048 -0.017
Si 64.032 6.298 1.627 0.469 -0.04 0.351
Si 61.381 9.486 1.049 0.409 -0.37 0.298
Si 64.597 13.119 1.127 0.358 0.113 0.32
Si 2.228 15.849 2.704 -0.2 -0.061 0.453
Si 5.544 2.765 2.271 -0.216 -0.148 0.693
Si 2.494 5.502 2.655 -0.031 -0.04 -0.03
Si 5.436 8.154 2.582 0.076 0.002 -0.062
Si 2.709 10.906 2.495 0.001 0.04 -0.021
Si 5.361 13.758 2.482 0.029 -0.013 0.02
Si 8.146 0.13 2.532 -0.196 -0.372 0.384
Si 11.187 3.074 2.752 0.01 -0.012 -0.057
Si 8.577 5.878 2.948 -0.04 -0.041 -0.019
Si 10.263 7.544 2.809 0.068 0.06 -0.032
Si 8.211 10.834 2.606 -0.001 -0.004 0.037
Si 10.929 13.612 2.745 0.038 0.053 -0.037
Si 13.994 0.163 2.871 0.161 0.343 0.302
Si 15.639 1.962 2.614 -0.013 -0.011 0.081
Si 12.865 4.82 2.712 0.039 -0.237 0.623
Si 16.533 8.049 2.563 -0.101 0.111 0.742
Si 13.582 11.035 2.54 0.205 -0.053 0.615
Si 16.774 14.06 3.054 0.195 0.084 0.517
Si 18.397 15.755 2.951 -0.016 0.012 0.065
Si 21.922 2.551 3.006 -0.068 -0.081 -0.062
Si 19.954 5.95 2.783 0.03 0.055 0.035
Si 21.452 7.833 2.863 -0.062 -0.289 0.425
Si 19.538 11.232 2.891 0.143 0.021 0.476
Si 21.458 12.611 2.644 0.097 -0.329 0.429
Si 24.762 0.095 2.983 -0.028 -0.005 -0.123
Si 27.403 2.92 3.096 0.05 0.052 0.013
Si 24.553 5.436 3.085 -0.013 -0.029 -0.031
Si 27.356 7.989 2.815 -0.002 0.023 -0.042
Si 25.326 11.394 2.862 0.121 0.138 0.56
Si 27.061 13.167 2.858 0.019 0.025 0.013
Si 29.923 0.168 2.882 0.412 0.196 0.256
Si 32.612 2.864 2.501 -0.205 -0.326 0.286
Si 30.205 5.455 2.883 -0.066 0.033 0.032
Si 31.459 6.669 1.285 0.076 -0.037 0.015
Si 30.039 10.684 2.71 -0.002 0.03 -0.045
Si 32.79 13.556 2.859 -0.023 0.058 -0.042
Si 35.524 -0.048 2.554 0.001 0.017 -0.055
Si 38.301 2.71 2.761 -0.013 -0.044 -0.071
Si 36.311 6.009 2.805 -0.062 0.004 0.068
Si 37.964 7.838 3.081 -0.019 -0.025 -0.1
Si 35.535 11.055 2.939 0.37 0.121 0.422
Si 38.24 13.802 2.798 -0.027 -0.033 -0.046
Si 40.852 0.076 2.882 0.046 -0.005 -0.057
Si 43.526 2.766 3.027 0.035 0.031 -0.031
Si 40.759 5.429 2.864 -0.022 0.066 -0.055
Si 43.323 8.186 2.932 -0.007 0.002 -0.069
Si 40.744 10.632 2.998 -0.052 -0.053 0.038
Si 43.41 13.366 2.842 -0.055 -0.025 0.025
Si 46.109 -0.015 2.589 -0.006 -0.008 0.027
Si 48.852 2.708 2.592 -0.077 0.025 -0.035
Si 46.235 5.473 2.636 -0.006 -0.018 -0.047
Si 50.566 9.315 1.079 0.05 -0.056 -0.086
Si 46.032 10.93 2.743 -0.004 0 -0.055
Si 48.708 13.626 2.599 0.005 -0.041 -0.037
Si 51.44 0.044 2.742 0.042 -0.014 -0.058
Si 54.13 2.857 2.812 -0.004 0.019 -0.037
Si 51.718 5.416 2.811 0.024 0.011 0.053
Si 54.488 8.145 2.858 0.042 0.042 0.123
Si 51.43 10.951 2.604 0.006 0.02 0.075
Si 54.073 13.689 2.656 -0.003 -0.037 -0.041
Si 57.037 0.119 2.792 -0.048 0.017 -0.05
Si 59.852 2.638 2.675 -0.004 -0.002 -0.039
Si 56.824 5.382 2.727 -0.335 -0.392 0.366
Si 59.874 8.436 2.594 0.03 -0.012 0.01
Si 56.96 11.042 2.884 0.019 0.049 -0.009
Si 59.504 13.831 2.718 0.004 -0.053 -0.041
Si 62.375 0.098 2.742 0.005 -0.033 -0.08
Si 65.054 2.781 2.618 0.034 0 -0.065
Si 62.427 5.215 2.852 -0.036 -0.076 -0.017
Si 0.036 8.079 2.549 0.029 -0.059 -0.039
Si 62.956 10.757 2.251 -0.054 -0.595 0.052
Si 0.472 14.088 2.88 0.035 0.013 -0.035
Si 1.228 1.369 3.849 0.011 -0.014 0.023
Si 3.981 3.992 3.703 0.072 -0.013 -0.065
Si 1.28 6.832 4.106 -0.013 0.015 -0.047
Si 4.123 9.618 3.917 -0.009 0.028 -0.066
Si 1.392 12.232 3.993 -0.005 0.005 -0.017
Si 4.011 14.966 3.981 -0.023 -0.004 0.032
Si 6.712 1.399 3.875 0.015 0.057 -0.073
Si 9.564 4.108 4.128 0.044 -0.036 0.009
Si 6.734 6.82 4.038 -0.011 -0.005 0.039
Si 9.434 9.417 4.02 -0.016 -0.001 0.043
Si 6.751 12.292 3.816 0.002 0.031 -0.001
Si 9.492 15.042 3.914 -0.013 0.007 -0.011
Si 12.255 1.347 3.98 0.005 0.017 -0.054
Si 14.824 3.907 3.778 0.021 0.036 -0.138
Si 12.107 6.654 3.981 0.007 0.022 -0.057
Si 15.004 9.49 3.754 0.026 0.013 -0.035
Si 12.299 12.272 4.073 0.065 -0.003 -0.04
Si 15.049 14.989 4.306 -0.022 -0.025 0.001
Si 17.483 1.295 4.015 0.011 0.068 -0.018
Si 20.555 4.089 4.126 -0.023 -0.013 0.029
Si 17.945 6.749 3.911 -0.015 0.006 -0.059
Si 20.486 9.498 4.162 -0.075 0.022 0.073
Si 17.81 12.244 4.12 -0.038 -0.025 -0.025
Si 20.305 14.976 4.07 -0.198 0.321 0.349
Si 23.261 1.235 4.343 0.002 0.035 -0.001
Si 25.986 4.176 4.415 -0.022 0.006 0.04
Si 23.166 6.88 4.21 -0.087 -0.003 0.02
Si 26.093 9.518 4.12 -0.037 0.007 -0.029
Si 23.337 12.098 4.014 0.056 0.017 -0.083
Si 26.046 14.873 4.17 0.026 -0.005 0.011
Si 28.634 1.397 4.37 0.029 -0.015 0.007
Si 31.54 4.105 4.214 0.037 -0.073 -0.034
Si 28.76 6.748 4.202 -0.008 -0.022 -0.018
Si 31.52 9.395 4.033 0.025 0.006 -0.023
Si 28.735 12.11 4.149 -0.013 -0.027 -0.016
Si 31.436 15.067 4.079 -0.07 -0.009 0.01
Si 34.108 1.44 3.817 0.02 -0.02 -0.01
Si 36.98 4.141 4.097 -0.025 -0.01 -0.022
Si 34.338 6.742 4.062 0.077 -0.042 -0.054
Si 36.773 9.507 4.226 -0.041 0.019 0.028
Si 34.092 12.265 4.322 0.032 -0.004 -0.019
Si 36.774 15.018 4.165 0.013 0.017 -0.006
Si 39.562 1.429 4.28 0.004 0.007 0.005
Si 42.16 4.161 4.277 -0.016 0.001 0.021
Si 39.468 6.67 4.403 -0.034 -0.004 0.044
Si 42.109 9.455 4.455 0.002 0.051 0.005
Si 39.485 12.273 4.135 -0.002 -0.03 0.032
Si 42.132 14.874 4.133 0.027 0.042 0.026
Si 44.877 1.276 4.168 0.025 -0.027 0.036
Si 47.549 4.088 4.034 0.028 -0.028 0.028
Si 44.863 6.808 4.06 -0.023 -0.034 0.007
Si 47.556 9.466 3.858 0.039 0.013 -0.041
Si 44.798 12.179 4.299 -0.023 -0.037 -0.007
Si 47.496 15.033 4.053 -0.004 0.005 -0.022
Si 50.077 1.359 4.104 0.034 0.01 0.023
Si 52.934 4.138 4.314 -0.009 0.057 0.047
Si 50.232 6.809 3.986 -0.018 -0.054 0.009
Si 52.928 9.6 3.961 0.003 0.007 -0.023
Si 50.045 12.228 4.019 0.021 0.022 0.037
Si 52.865 15.065 4.106 -0.025 0.037 -0.002
Si 55.616 1.492 4.047 0.017 0.021 -0.002
Si 58.371 4.05 3.94 0.034 0.052 -0.011
Si 55.757 6.825 4.273 -0.046 -0.035 -0.011
Si 58.515 9.731 4.087 0 -0.039 0.008
Si 55.44 12.324 4.099 -0.019 0.013 0.024
Si 58.255 15.074 4.229 0.004 0.016 0.018
Si 61.096 1.388 4.209 -0.019 -0.009 -0.001
Si 63.827 3.997 4.228 0.037 0.015 -0.057
Si 61.033 6.81 3.92 -0.014 0.014 0.005
Si 63.986 9.479 3.903 -0.008 0.016 -0.011
Si 60.99 12.55 4.016 -0.313 0.254 0.423
Si 63.875 15.062 4.002 -0.031 0.038 -0.009
Si -0.098 0.112 5.366 0.024 -0.016 0.009
Si 2.658 2.706 5.187 -0.005 -0.005 -0.011
Si -0.083 5.468 5.435 -0.021 -0.002 0.025
Si 2.714 8.249 5.301 -0.037 0.037 -0.036
Si -0.05 10.916 5.303 -0.027 0.024 0.018
Si 2.742 13.564 5.383 -0.021 0.01 -0.016
Si 5.364 0.057 5.275 0.001 0.037 -0.009
Si 8.096 2.71 5.287 -0.06 -0.014 0.033
Si 5.33 5.35 5.201 0 0.011 -0.024
Si 8.034 8.196 5.441 0.021 -0.002 -0.053
Si 5.442 10.963 5.297 0.045 0.003 -0.004
Si 8.107 13.642 5.218 -0.025 -0.009 -0.005
Si 10.869 0.006 5.313 -0.017 0.003 0.013
Si 13.596 2.687 5.393 0.013 -0.023 -0.038
Si 10.855 5.434 5.533 -0.014 0.004 -0.024
Si 13.592 8.125 5.141 -0.002 0.036 0.008
Si 10.88 10.819 5.286 -0.014 -0.003 -0.034
Si 13.622 13.582 5.467 -0.004 -0.026 0.057
Si 16.365 0.029 5.638 0.066 0.019 -0.071
Si 18.996 2.705 5.28 0 -0.014 -0.087
Si 16.366 5.328 5.086 -0.03 -0.029 -0.053
Si 19.1 8.116 5.454 0.031 -0.042 -0.04
Si 16.342 10.805 5.269 -0.035 -0.038 -0.011
Si 19.165 13.529 5.54 -0.003 0.102 -0.052
Si 21.751 -0.091 5.493 -0.007 -0.065 0.009
Si 24.612 2.685 5.625 -0.025 -0.031 -0.029
Si 21.897 5.402 5.557 -0.01 -0.01 -0.054
Si 24.623 8.225 5.476 0.02 0.038 -0.016
Si 21.994 10.771 5.464 -0.033 0.025 -0.053
Si 24.528 13.583 5.448 0.029 0.028 -0.03
Si 27.318 -0.074 5.602 -0.034 -0.01 0.027
Si 30.106 2.77 5.567 -0.018 0.026 0.023
Si 27.393 5.506 5.664 0.012 0.011 0.012
Si 30.131 8.141 5.499 0.012 0.013 -0.013
Si 27.408 10.81 5.575 -0.001 -0.015 0.026
Si 30.084 13.603 5.415 0.028 0.004 0.005
Si 32.806 0.122 5.393 -0.027 0.05 -0.017
Si 35.462 2.759 5.325 0.01 -0.022 -0.03
Si 32.934 5.443 5.506 0.019 0.03 -0.001
Si 35.435 8.164 5.588 0.01 -0.031 0.006
Si 32.736 10.805 5.526 -0.012 -0.022 0.012
Si 35.455 13.673 5.588 -0.004 0.013 -0.006
Si 38.137 0.036 5.548 0.017 -0.022 -0.029
Si 40.861 2.773 5.66 -0.031 0.002 -0.014
Si 38.167 5.326 5.733 -0.012 0.027 0.031
Si 40.791 8.074 5.734 0.019 -0.002 -0.003
Si 38.125 10.925 5.531 0.033 0.001 0.023
Si 40.817 13.569 5.571 0.003 -0.012 0.006
Si 43.501 -0.072 5.51 -0.025 -0.013 0.01
Si 46.235 2.702 5.469 0.016 0.016 -0.059
Si 43.568 5.494 5.556 0.011 -0.005 0.004
Si 46.229 8.184 5.387 -0.012 0.027 0.003
Si 43.497 10.849 5.696 0.007 0.013 0.037
Si 46.19 13.635 5.492 -0.007 0.001 -0.023
Si 48.822 0 5.513 -0.034 -0.006 0.028
Si 51.501 2.715 5.491 -0.011 -0.012 -0.039
Si 48.898 5.453 5.412 -0.013 0.02 -0.012
Si 51.588 8.201 5.349 -0.002 -0.006 -0.03
Si 48.799 10.825 5.396 -0.024 -0.014 0.006
Si 51.482 13.617 5.378 0.032 -0.023 -0.04
Si 54.279 0.085 5.43 -0.004 0.001 0.002
Si 57.022 2.783 5.421 -0.026 -0.024 0.004
Si 54.337 5.498 5.594 0.004 -0.013 -0.011
Si 57.149 8.288 5.444 0.036 -0.018 -0.037
Si 54.203 10.909 5.459 -0.015 0.035 0.007
Si 56.886 13.65 5.465 0.022 -0.037 -0.024
Si 59.713 0.048 5.53 0.015 -0.03 -0.01
Si 62.452 2.709 5.567 0.019 -0.008 0.006
Si 59.685 5.481 5.329 0.001 0.013 0
Si 62.49 8.179 5.239 0.035 -0.004 -0.013
Si 59.824 11.058 5.442 0.06 0.013 0.003
Si 62.485 13.744 5.378 -0.018 -0.066 0.018
Si 1.369 14.947 17.508 -0.018 -0.01 -0.007
Si 4.094 1.354 17.487 -0.006 -0.004 0.002
Si 1.362 4.121 17.522 0.011 -0.027 -0.017
Si 4.156 6.845 17.552 0.014 0.012 0.003
Si 1.453 9.552 17.615 0.01 0.025 0.018
Si 4.069 12.189 17.595 -0.022 -0.015 -0.001
Si 6.747 14.893 17.482 0.001 -0.003 0.007
Si 9.472 1.317 17.483 -0.014 -0.002 0.034
Si 6.775 4.07 17.539 0.012 0.011 0.004
Si 9.504 6.758 17.548 0.02 -0.004 0.008
Si 6.801 9.495 17.584 0.001 0.01 -0.021
Si 9.5 12.173 17.453 -0.029 -0.026 -0.008
Si 12.181 14.942 17.501 -0.016 -0.001 0.021
Si 14.945 1.392 17.315 -0.026 0.044 -0.026
Si 12.154 4.085 17.411 -0.022 -0.011 -0.009
Si 14.979 6.882 17.509 0.016 0.024 0.004
Si 12.252 9.566 17.58 0 0.031 0.018
Si 14.892 12.215 17.532 0.003 0 -0.02
Si 17.605 14.891 17.506 -0.037 0.007 -0.004
Si 20.355 1.296 17.396 -0.019 -0.001 -0.04
Si 17.636 4.094 17.424 -0.005 -0.007 -0.003
Si 20.382 6.799 17.547 0.031 -0.018 -0.004
Si 17.671 9.524 17.589 0.028 -0.002 0.016
Si 20.383 12.194 17.614 0.003 -0.012 0.004
Si 23.157 14.915 17.706 -0.004 0.008 0.026
Si 25.807 1.333 17.719 -0.024 0.019 -0.01
Si 23.091 3.992 17.626 -0.004 0.014 -0.012
Si 25.873 6.765 17.552 -0.009 -0.006 -0.029
Si 23.163 9.494 17.617 -0.01 -0.032 -0.005
Si 25.892 12.243 17.824 0.017 0.055 0.025
Si 28.54 14.895 17.836 -0.03 -0.033 0.016
Si 31.287 1.384 17.876 -0.01 -0.026 0.043
Si 28.495 4.03 17.758 -0.002 0.01 0.006
Si 31.249 6.784 17.697 -0.002 -0.002 -0.001
Si 28.609 9.492 17.77 -0.041 -0.028 0.037
Si 31.369 12.34 17.83 0.058 0.034 0.009
Si 34 14.966 17.939 0.016 -0.011 -0.034
Si 36.705 1.377 17.979 0.001 0.011 0.015
Si 34.057 4.143 17.767 0.013 0.014 -0.003
Si 36.749 6.806 17.898 -0.001 -0.004 0.001
Si 33.98 9.488 17.724 0.021 -0.025 0.014
Si 36.807 12.3 17.796 0.004 -0.004 -0.01
Si 39.499 15.034 17.831 0.023 -0.025 -0.033
Si 42.179 1.369 17.965 0.028 -0.027 -0.016
Si 39.425 4.049 17.89 0.006 -0.019 -0.012
Si 42.171 6.717 17.917 -0.025 0.003 0.021
Si 39.45 9.497 17.856 0.005 0.02 -0.007
Si 42.144 12.19 17.85 0.012 -0.012 -0.003
Si 44.856 14.975 17.806 -0.014 0.01 -0.012
Si 47.615 1.298 17.985 -0.006 -0.017 0.018
Si 44.89 3.986 17.966 0.013 -0.009 -0.008
Si 47.614 6.723 17.86 -0.042 -0.008 0.018
Si 44.898 9.466 17.773 0.019 0 -0.029
Si 47.594 12.238 17.733 -0.04 -0.015 -0.01
Si 50.288 14.94 17.872 -0.02 -0.027 0
Si 53.032 1.413 17.592 0.033 -0.002 0.003
Si 50.328 4.01 17.816 -0.009 -0.014 0.032
Si 53.084 6.863 17.816 0.033 0.02 0.023
Si 50.456 9.541 17.878 0.008 -0.005 0.003
Si 53.099 12.283 17.885 0.039 -0.025 0.023
Si 55.73 15.078 17.371 -0.077 -0.009 -0.002
Si 58.569 1.526 17.448 -0.052 0.051 0.017
Si 55.763 4.151 17.618 0.018 0.019 -0.032
Si 58.473 6.964 17.695 0.052 0.01 0.017
Si 55.772 9.69 17.905 -0.01 0.016 0.06
Si 58.54 12.354 17.631 -0.068 0.029 0.029
Si 61.289 15.06 17.545 -0.012 -0.013 -0.015
Si 63.888 1.426 17.573 -0.007 -0.004 0.017
Si 61.242 4.192 17.501 0.018 0.005 0
Si 63.976 6.856 17.578 0.014 -0.029 -0.013
Si 61.176 9.624 17.684 -0.007 0.001 0.008
Si 63.897 12.294 17.56 -0.013 -0.026 0
Si 2.733 -0.003 18.814 0.004 -0.012 0.012
Si 5.443 2.67 18.892 -0.003 -0.008 0.021
Si 2.799 5.443 18.824 -0.019 0.013 -0.013
Si 5.517 8.126 19.018 0.002 -0.029 0.017
Si 2.768 10.881 19.087 -0.025 0.022 0.002
Si 5.433 13.553 18.913 0.005 0.011 0.008
Si 8.123 -0.108 18.811 0.03 -0.008 -0.022
Si 10.774 2.764 18.792 0.018 0.01 0.006
Si 8.117 5.412 18.933 -0.036 -0.032 -0.002
Si 10.916 8.122 18.852 -0.01 -0.037 -0.008
Si 8.177 10.877 18.894 0.001 0.002 0.04
Si 10.792 13.527 18.824 0.057 0.075 -0.002
Si 13.625 0.076 18.666 0.038 0.022 0.002
Si 16.219 2.76 18.711 -0.019 0.012 -0.005
Si 13.559 5.457 18.677 -0.014 0.001 -0.044
Si 16.293 8.239 18.986 -0.011 -0.016 0.037
Si 13.565 10.964 19.024 0.005 0.011 0.035
Si 16.203 13.573 18.892 -0.011 -0.006 0.007
Si 19.019 -0.046 18.735 0.006 0.051 0.019
Si 21.6 2.588 18.852 -0.021 0.003 -0.055
Si 18.966 5.421 18.81 0.011 0 -0.04
Si 21.717 8.185 18.905 -0.007 0 -0.02
Si 19.016 10.857 19.001 0.026 -0.036 0.025
Si 21.78 13.494 18.985 0.025 0.031 -0.001
Si 24.429 0.036 19.12 0.031 -0.002 -0.013
Si 27.106 2.673 19.141 -0.005 0.018 0.033
Si 24.531 5.398 18.863 0 0.003 -0.001
Si 27.173 8.055 19.013 0 -0.028 -0.029
Si 24.542 10.766 19.061 -0.007 -0.043 -0.009
Si 27.187 13.606 19.336 0.038 0.012 -0.01
Si 29.88 -0.048 19.17 0.025 0.044 0.023
Si 32.7 2.856 19.132 -0.006 0.042 -0.004
Si 29.855 5.453 19.038 -0.009 -0.002 -0.03
Si 32.582 8.123 19.068 -0.017 -0.001 0.024
Si 30.032 10.906 19.058 -0.052 -0.019 0.005
Si 32.645 13.667 19.387 -0.022 0.015 0.045
Si 35.318 -0.001 19.352 -0.032 -0.006 0.032
Si 38.055 2.783 19.335 -0.007 0.029 0.011
Si 35.328 5.481 19.242 0.007 -0.009 -0.039
Si 38.143 8.142 19.27 0.012 0.004 -0.007
Si 35.376 10.88 18.964 -0.032 0.054 0.081
Si 38.177 13.689 19.172 -0.056 0.001 0.035
Si 40.799 0.017 19.312 -0.039 0.008 0.026
Si 43.511 2.681 19.429 0.033 0.036 0.029
Si 40.793 5.325 19.294 0.053 0.02 0.014
Si 43.591 8.109 19.175 -0.009 0.003 0.015
Si 40.795 10.824 19.244 0.01 -0.007 0.017
Si 43.493 13.614 19.126 0.017 0.035 -0.042
Si 46.144 -0.079 19.302 0.046 0.021 0.017
Si 49.051 2.657 19.335 0.029 -0.064 0.046
Si 46.266 5.346 19.297 0.012 0.02 0.023
Si 49.111 8.036 19.11 0.033 0.004 -0.016
Si 46.271 10.846 19.06 -0.009 0.019 -0.041
Si 48.852 13.543 19.2 0.038 0.002 0.042
Si 51.709 0.118 19.025 -0.052 0.037 0.033
Si 54.414 2.74 18.93 -0.068 0.008 -0.013
Si 51.738 5.382 19.092 0.02 0.011 -0.034
Si 54.421 8.224 19.271 -0.002 0.021 -0.011
Si 51.764 10.926 19.383 -0.013 0.035 0.058
Si 54.547 13.842 18.95 -0.003 -0.015 -0.015
Si 57.15 0.107 18.585 0.017 -0.033 -0.087
Si 59.894 2.874 18.849 0 -0.016 0.023
Si 57.111 5.528 18.963 -0.027 -0.033 -0.004
Si 59.762 8.377 19.124 -0.035 -0.012 0.049
Si 57.177 11.227 19.196 0.006 0.039 0.027
Si 59.937 13.76 18.913 0.016 0.011 -0.032
Si 62.59 0.05 18.995 0.024 0.003 0.045
Si -0.038 2.816 18.885 -0.021 0.03 0.019
Si 62.56 5.531 18.894 0.011 0.021 -0.003
Si 0.15 8.125 18.93 0.022 -0.033 -0.013
Si 62.563 11.002 19.008 0.004 0.014 0.025
Si 0.025 13.598 18.885 0.01 0.018 0.012
Si 1.399 1.422 20.095 0.024 -0.001 -0.046
Si 4.097 4.086 20.209 -0.005 0.028 -0.024
Si 1.578 6.75 20.298 0.001 0.015 -0.008
Si 4.244 9.514 20.426 -0.034 0.021 -0.025
Si 1.237 12.225 20.363 0.045 0.006 -0.042
Si 3.993 14.897 20.205 -0.062 -0.059 0.027
Si 6.783 1.198 20.172 0.006 0.003 -0.027
Si 9.403 3.993 20.278 -0.026 -0.045 0
Si 6.845 6.711 20.444 0.01 0.012 -0.01
Si 9.525 9.428 20.186 -0.009 0.019 0.017
Si 6.898 12.301 20.303 0.023 0.067 0.009
Si 9.432 14.839 20.2 -0.137 -0.028 0.024
Si 12.257 1.435 19.965 0.027 0.046 -0.058
Si 14.847 4.143 20.055 -0.03 0.006 -0.016
Si 12.335 6.75 20.145 0 0.011 0.015
Si 14.975 9.663 20.423 0.058 -0.006 -0.012
Si 12.131 12.362 20.362 0.051 0.074 0.078
Si 14.815 15.021 20.134 -0.019 0.039 -0.007
Si 17.584 1.342 19.932 0.006 -0.007 0.034
Si 20.238 3.99 20.139 -0.034 -0.007 0.01
Si 17.661 6.746 20.216 0.016 0.001 -0.033
Si 20.384 9.46 20.375 0.01 0.035 -0.042
Si 17.606 12.275 20.279 -0.005 -0.002 -0.022
Si 20.388 14.982 20.143 0.094 0.02 0.078
Si 22.88 1.325 20.373 0.013 0.016 0.081
Si 25.697 4.076 20.436 -0.056 -0.017 0.069
Si 23.091 6.734 20.089 -0.004 -0.006 -0.047
Si 25.869 9.355 20.456 0.002 0.038 0.031
Si 23.094 12.035 20.37 -0.034 -0.012 0.072
Si 25.769 15.131 20.648 0.019 0.003 0.052
Si 28.537 1.339 20.49 0 0.005 -0.059
Si 31.275 4.243 20.411 0.008 0.067 0.013
Si 28.487 6.732 20.436 0.016 0.012 -0.004
Si 31.319 9.518 20.461 0.052 0.01 0.015
Si 28.608 12.035 20.52 -0.39 -0.202 -0.37
Si 31.232 15.156 20.761 0.001 -0.024 0.052
Si 33.934 1.504 20.608 -0.046 -0.056 0.008
Si 36.682 4.212 20.688 -0.026 0.017 0.05
Si 33.9 6.848 20.533 0.031 0.018 0.079
Si 36.665 9.572 20.41 -0.01 -0.026 0.065
Si 34.115 12.132 20.487 -0.004 0.017 -0.026
Si 36.802 14.948 20.641 -0.041 -0.002 -0.013
Si 39.434 1.421 20.688 0.029 -0.025 0.012
Si 42.099 4.019 20.824 -0.031 0.011 -0.018
Si 39.504 6.744 20.654 -0.017 0.05 0.07
Si 42.182 9.4 20.537 -0.036 0.017 -0.001
Si 39.487 12.292 20.558 -0.016 0.014 0.001
Si 42.139 14.858 20.604 0.012 -0.052 0.037
Si 44.804 1.221 20.797 0.007 0.029 0.016
Si 47.651 4.001 20.689 -0.036 -0.026 -0.01
Si 44.842 6.696 20.614 -0.052 -0.043 -0.058
Si 47.689 9.427 20.277 0.045 0.006 0.022
Si 44.869 12.212 20.357 0.015 -0.013 0.042
Si 47.396 14.752 20.641 -0.006 0.08 0.013
Si 50.568 1.325 20.679 0.15 0.417 -0.378
Si 53.127 4.022 20.393 -0.023 0.006 -0.022
Si 50.369 6.583 20.537 -0.06 -0.072 -0.009
Si 53.068 9.478 20.816 0.071 0.003 0.037
Si 50.121 12.165 20.627 -0.203 -0.401 -0.396
Si 53.21 15.229 20.276 0.024 -0.071 0.012
Si 55.901 1.363 20.053 0.02 0.015 -0.033
Si 58.491 4.166 20.239 -0.008 -0.009 -0.029
Si 55.849 6.77 20.494 0.03 0.035 0
Si 58.457 9.857 20.61 0.042 -0.03 -0.049
Si 56.465 13.339 20.222 0.109 -0.05 -0.089
Si 58.281 15.013 19.998 -0.006 0.021 0.091
Si 61.066 1.401 20.241 -0.048 -0.093 0.023
Si 63.871 4.172 20.286 -0.007 -0.019 0.011
Si 61.152 6.829 20.267 -0.023 0.039 -0.017
Si 64.02 9.513 20.155 -0.052 0.005 -0.002
Si 61.245 12.473 20.401 -0.014 -0.016 0.013
Si 64.126 15.037 20.289 -0.033 0.004 -0.047
Si 0.198 0.159 21.599 0.057 0.001 0.099
Si 2.702 2.733 21.48 -0.036 0.026 0.024
Si 0.161 5.4 21.606 0.005 -0.021 0.056
Si 3.076 7.953 21.748 0.026 -0.097 0.002
Si 0.083 10.631 21.697 0.021 0.026 0.112
Si 2.618 13.601 21.65 -0.177 0.251 -0.753
Si 5.407 -0.148 21.522 0.025 0.036 0.018
Si 8.191 2.35 21.627 0.023 0.042 -0.015
Si 5.527 5.152 21.724 0.079 0.007 0
Si 8.342 8.057 21.74 -0.015 -0.022 0.018
Si 5.827 10.77 21.697 0.064 -0.011 0.05
Si 8.195 13.59 21.874 -0.002 0.055 0.064
Si 11.147 -0.237 21.114 -0.006 -0.007 0.012
Si 13.536 2.784 21.413 -0.005 0.002 0.071
Si 10.917 5.4 21.424 -0.008 0.003 0.05
Si 13.68 8.075 21.595 0.04 -0.032 0.03
Si 10.815 10.811 21.556 0.034 -0.073 0.048
Si 12.876 14.443 21.39 0.008 -0.159 -0.095
Si 16.35 -0.016 21.345 0.02 -0.047 -0.001
Si 18.805 2.61 21.428 -0.009 0.114 0.12
Si 16.199 5.407 21.468 -0.008 0.04 0.057
Si 19.131 7.907 21.631 0.069 -0.044 -0.017
Si 16.451 11.001 21.869 0.144 -0.379 -0.324
Si 19.01 13.695 21.474 -0.003 -0.004 0.077
Si 21.553 -0.1 21.789 -0.012 -0.011 0.045
Si 23.594 3.314 21.417 0.036 0.085 -0.565
Si 21.936 5.105 21.272 0.029 0.001 0.029
Si 24.422 7.914 21.607 -0.018 -0.068 -0.003
Si 21.741 10.71 21.888 0.051 -0.037 0.006
Si 24.291 13.561 21.67 -0.404 0.371 -0.306
Si 27.208 0.253 22.138 -0.019 0.017 -0.01
Si 30.198 2.572 21.618 0.037 -0.038 0.057
Si 27.272 5.223 21.842 0.016 -0.003 -0.022
Si 29.584 8.447 21.648 -0.046 -0.031 0.054
Si 27.754 10.173 21.664 -0.004 0.018 -0.101
Si 30.106 13.977 22.514 -0.178 0.65 -0.194
Si 31.981 0.842 21.809 -0.001 0.067 0.022
Si 35.366 2.744 21.999 -0.006 0.045 0.06
Si 32.326 5.758 21.949 -0.165 0.302 -0.515
Si 34.963 8.587 21.691 -0.247 0.235 -0.542
Si 33.196 10.337 21.72 0.022 -0.029 0.028
Si 35.945 13.017 21.682 0.036 -0.077 0.085
Si 38.142 -0.01 22.047 -0.015 0.022 0.076
Si 40.717 2.674 22.286 -0.008 0.052 0.018
Si 38.014 5.63 22.09 -0.026 0.046 0.04
Si 41.34 7.632 21.856 0.061 -0.067 0.038
Si 37.684 11.286 21.629 -0.249 0.259 -0.53
Si 40.867 13.492 22.093 0.018 0.002 0.073
Si 43.4 -0.212 22.144 0.047 0.012 0.064
Si 46.488 2.394 21.981 -0.243 0.186 -0.726
Si 43.044 5.868 21.991 -0.148 0.14 -0.454
Si 46.437 8.037 21.62 0.042 -0.019 -0.036
Si 43.55 10.872 21.683 -0.039 0.003 -0.036
Si 46.071 13.334 22.02 -0.033 -0.044 0.102
Si 48.38 -0.149 22.177 -0.165 -0.453 -0.425
Si 52.013 2.657 21.98 0.004 -0.015 -0.011
Si 49.098 5.243 22.101 -0.029 0.054 -0.027
Si 51.714 7.876 21.935 0.055 0.027 0.061
Si 48.878 10.613 21.914 0.045 -0.037 0.056
Si 52.13 13.993 21.885 0.099 0.44 -0.387
Si 54.788 0.034 21.6 0.01 0.015 -0.009
Si 57.424 2.449 21.396 0.039 -0.014 0.149
Si 54.608 5.188 21.768 0.05 -0.007 0.026
Si 56.97 8.414 21.787 0.148 -0.076 -0.764
Si 54.458 10.06 22.712 -0.475 -0.04 -0.564
Si 55.976 14.398 22.256 0.031 -0.121 0.103
Si 59.096 0.591 21.408 -0.052 -0.101 -0.064
Si 62.455 2.746 21.576 0.039 -0.006 -0.037
Si 59.782 5.518 21.641 -0.068 0.036 0.148
Si 62.542 8.264 21.429 0.156 -0.232 -0.655
Si 59.675 11.526 21.915 0.091 -0.329 -0.528
Si 62.727 13.827 21.678 0.01 -0.179 -0.578
Si 1.659 -0.397 23.432 -0.27 0.191 -0.521
Si 4.093 1.358 22.689 -0.042 -0.068 -0.537
Si 1.11 3.687 22.928 0.136 0.265 -0.726
Si 4.451 6.562 23.244 -0.14 -0.007 -0.722
Si 1.473 9.139 22.898 0.077 0.012 -0.706
Si 4.813 12.181 23.214 0.436 -0.247 -0.413
Si 6.489 14.846 23.142 0.366 0.035 -0.659
Si 10.032 1.142 22.651 -0.222 -0.288 -0.556
Si 6.481 3.337 22.953 0.148 0.001 -0.62
Si 10.036 6.945 22.941 -0.178 -0.117 -0.692
Si 7.528 9.834 22.997 0.129 0.223 -0.47
Si 9.155 11.635 22.986 -0.064 -0.041 -0.002
Si 13.47 15.272 23.461 -0.23 -0.071 -0.513
Si 15.024 1.438 22.53 0.061 -0.008 -0.556
Si 11.875 3.777 22.779 0.47 0.252 -0.62
Si 15.36 7.048 22.952 -0.311 -0.164 -0.726
Si 12.096 9.265 22.769 -0.036 0.119 -0.586
Si 15.416 12.949 24.318 0.15 -0.143 0.004
Si 18.043 -0.881 22.739 0.048 0.081 0.058
Si 19.658 0.913 22.793 0.022 -0.11 -0.025
Si 17.094 3.656 22.702 0.142 -0.034 -0.784
Si 20.744 6.492 22.771 -0.118 -0.16 -0.529
Si 17.681 9.241 22.95 0.16 0.217 -0.566
Si 20.528 12.56 22.83 0.299 0.1 -0.403
Si 22.346 14.213 22.876 -0.066 -0.088 -0.118
Si 27.039 2.147 23.676 0.381 -0.304 -0.62
Si 24.421 3.855 24.064 -0.079 0.002 0.089
Si 25.588 6.444 23.019 0.304 -0.083 -0.587
Si 22.85 8.833 23.083 0.067 0.371 -0.546
Si 25.948 12.949 24.161 -0.006 0.091 -0.019
Si 28.357 15.062 23.714 0.164 0.171 -0.624
Si 32.555 0.9 24.048 -0.177 -0.128 -0.662
Si 28.788 3.745 23.156 0.046 -0.016 -0.137
Si 30.924 7.263 23.284 0.004 0.114 -0.015
Si 27.726 10.655 23.926 -0.135 -0.088 -0.629
Si 31.959 12.772 24.864 0.247 -0.403 -0.358
Si 34.259 14.712 25.064 0.244 -0.36 -0.302
Si 36.947 1.587 23.344 -0.161 -0.266 -0.641
Si 33.974 3.639 23.643 0.356 -0.229 -0.56
Si 36.983 7.231 23.599 0.116 -0.207 -0.625
Si 33.205 11.002 23.963 -0.323 0.392 -0.399
Si 35.486 13.02 23.947 -0.302 0.32 -0.403
Si 39.847 15.268 23.311 0.034 0.026 -0.002
Si 41.587 0.684 23.414 -0.166 -0.093 -0.564
Si 39.025 3.977 23.495 0.317 0.168 -0.736
Si 41.254 8.211 24.116 -0.015 -0.164 -0.645
Si 38.706 9.835 24.307 -0.148 0.034 -0.102
Si 42.705 12.41 23.269 0.086 0.236 -0.418
Si 44.301 14.245 23.376 -0.018 -0.076 -0.01
Si 47.915 -1.035 25.192 -0.056 0.034 -0.09
Si 43.282 4.932 25.095 -0.046 0.102 -0.14
Si 48.046 7.124 23.111 -0.046 0.009 0.057
Si 45.338 9.778 22.637 0.053 0.091 -0.032
Si 47.011 11.415 23.132 -0.165 -0.015 -0.591
Si 52.52 14.179 24.742 0.105 -0.004 -0.145
Si 53.979 1.73 23.058 0.168 0.158 -0.475
Si 50.758 4.04 23.506 -0.289 -0.427 -0.074
Si 52.996 6.238 23.164 0.003 0.041 -0.686
Si 49.835 8.754 23.086 -0.193 -0.129 -0.529
Si 52.163 10.374 27.818 0.167 -0.04 -0.029
Si 54.466 12.916 23.081 0.453 0.488 -0.036
Si 59.462 0.097 23.641 -0.001 0.237 -0.568
Si 55.768 3.395 22.92 0.066 0.01 -0.002
Si 58.824 6.688 23.472 0.421 -0.353 -0.535
Si 54.285 10.022 25.676 -0.1 0.059 -0.142
Si 57.916 13.755 23.374 -0.439 0.175 -0.366
Si 62.329 -0.516 23.92 -0.007 0.046 -0.085
Si 64.102 1.599 22.734 -0.148 -0.037 -0.623
Si 61.05 4.053 22.886 -0.05 -0.148 -0.548
Si -0.603 6.903 23.183 0.172 -0.281 -0.524
Si 61.756 10.245 23.477 0.644 0.392 0.166
Si 63.892 11.43 23.362 -0.433 -0.576 -0.258
Si 4.66 1.488 31.163 0.014 -0.011 -0.053
Si 6.642 7.827 28.211 -0.038 -0.064 -0.064
Si 2.432 5.185 25.336 0.066 0.005 0.056
Si 5.95 8.351 25.127 0.18 0.055 0.043
Si 3.652 11.241 27.676 0.117 0.023 -0.007
Si 3.473 10.213 25.048 0.054 0.028 -0.248
Si 1.992 0.532 31.129 0.14 0.017 -0.026
Si 6.988 3.473 28.353 0.461 -0.437 0.385
Si 11.113 0.013 25.11 -0.057 -0.041 -0.077
Si 8.027 3.219 25.56 -0.029 -0.126 0.084
Si 9.115 11.989 27.86 -0.089 -0.017 -0.079
Si 9.457 14.572 26.552 0.062 -0.08 0.008
Si 14.916 3.557 27.16 0.085 -0.116 -0.029
Si 15.635 0.715 26.532 0.112 0.13 -0.075
Si 9.24 6.243 29.281 -0.136 -0.151 0.032
Si 15.623 6.434 25.917 -0.022 0.027 -0.02
Si 10.07 12.068 25.108 -0.143 -0.226 -0.607
Si 19.455 0.042 26.834 -0.051 -0.151 -0.165
Si 22.464 2.895 26.002 -0.059 0.085 -0.059
Si 19.886 2.266 24.72 -0.409 0.108 -0.526
Si 19.074 4.513 24.739 0.194 -0.316 0.559
Si 15.373 10.261 29.351 0.009 0.023 -0.056
Si 19.212 10.984 25.138 -0.033 0.109 -0.018
Si 24.611 10.559 31.176 -0.021 0.074 0.026
Si 21.18 7.266 27.401 -0.076 -0.031 0.066
Si 29.682 5.625 24.444 0.124 -0.215 -0.543
Si 23.148 13.791 25.01 -0.197 -0.09 -0.521
Si 28.476 7.636 31.577 -0.472 -0.156 0.157
Si 23.406 8.727 26.103 0.039 -0.039 -0.036
Si 32.044 0.083 28.164 -0.048 0.023 0.106
Si 32.46 3.082 28.31 0.008 -0.02 0.101
Si 36.512 0.122 26.105 -0.047 0.322 0.425
Si 28.071 6.276 33.599 0.125 0.017 -0.064
Si 30.815 6.579 29.937 0.011 -0.006 0.048
Si 29.821 11.064 25.886 0.059 0.095 0.06
Si 30.036 0.335 25.957 -0.095 -0.13 -0.139
Si 31.071 12.198 29.872 0.075 0.004 0.069
Si 39.892 3.937 30.538 -0.106 0.023 0.034
Si 35.519 5.533 25.681 -0.099 -0.006 -0.078
Si 27.412 7.762 25.059 -0.101 0.004 -0.11
Si 39.277 14.835 25.58 -0.02 0.099 -0.685
Si 35.994 12.203 28.523 -0.025 -0.064 -0.028
Si 39.713 1.866 28.311 -0.109 -0.078 0.028
Si 41.481 0.428 26.482 0.04 -0.063 -0.201
Si 40.878 6.219 28.712 0.078 -0.067 -0.082
Si 35.272 4.113 28.199 0.021 -0.058 0.039
Si 40.562 11.624 30.645 0.055 0.02 0.146
Si 43.828 -0.677 28.189 0.018 -0.165 0.056
Si 45.039 14.075 25.651 -0.334 0.128 -0.621
Si 47.682 8.117 32.657 0.329 -0.018 0.488
Si 47.676 1.785 26.675 0.161 0.014 0.06
Si 41.506 4.247 33.151 -0.07 -0.007 0.105
Si 46.643 6.689 24.979 0.594 0.207 -0.495
Si 47.879 11.233 26.216 -0.037 -0.053 -0.077
Si 50.129 13.353 26.231 -0.112 -0.115 -0.121
Si 52.646 0.707 25.707 -0.069 -0.036 -0.085
Si 45.818 3.589 24.9 0.079 -0.023 -0.048
Si 50.695 8.501 26.075 0.033 -0.009 -0.048
Si 53.573 7.228 25.943 0.006 -0.01 -0.002
Si 55.653 10.425 29.719 -0.248 -0.523 0.346
Si 56.791 14.629 30.659 0.062 -0.11 0.033
Si 61.429 5.707 29.375 0 0.032 -0.016
Si 56.897 4.439 24.719 -0.311 -0.452 -0.535
Si 61.334 8.507 28.371 0.018 0.118 -0.076
Si 50.983 13.608 31.675 0.076 -0.171 0.195
Si 59.221 2.559 25.123 0.058 -0.071 -0.099
Si 60.718 13.605 27.606 -0.114 0.035 0.001
Si 63.223 4.375 27.381 -0.004 -0.054 0.102
Si 62.817 5.557 24.908 -0.122 0.006 -0.047
Si -0.839 8.995 28.06 -0.12 0.063 0.005
Si 61.004 7.945 25.475 -0.069 0.001 -0.14
Si -0.31 9.954 31.017 -0.117 -0.028 0.114
Si -0.807 3.603 32.91 -0.049 -0.132 0.583
Si 4.208 9.877 33.011 0.08 0.042 0.173
Si 2.638 4.437 28.2 0.026 -0.03 -0.106
Si 0.515 6.273 27.347 0.006 -0.079 0.007
Si -0.562 11.701 26.384 0.029 -0.033 -0.069
Si 2.106 1.358 28.235 0.002 0.11 0.15
Si 5.1 1.076 28.155 0.184 0.001 0.13
Si 9.285 4.971 31.944 -0.066 -0.069 -0.041
Si 10.547 4.945 25.121 -0.04 0.006 -0.101
Si 5.216 5.62 29.599 -0.02 0.025 -0.119
Si 6.293 10.904 28.721 -0.018 0.032 0.014
Si 7.084 0.14 25.898 -0.116 0.157 -0.08
Si 10.673 11.122 30.249 0.094 0.003 0.12
Si 12.854 1.613 26.659 0.019 0.078 0.069
Si 13.366 4.435 29.397 0.032 -0.043 -0.05
Si 13.795 8.694 27.23 0.149 -0.032 0.004
Si 9.106 12.832 32.277 0.206 0.014 0.072
Si 13.402 11.18 31.394 0.049 -0.019 -0.029
Si 19.749 0.125 31.926 -0.001 -0.067 0.138
Si 24.407 4.351 32.443 0.005 0.041 0.126
Si 18.523 5.819 26.574 0.183 -0.47 -0.394
Si 17.594 1.893 30.625 0.065 -0.011 0.048
Si 13.098 11.015 25.182 -0.089 0.05 -0.121
Si 18.345 13.128 29.354 -0.051 -0.558 -0.403
Si 23.565 2.682 30.142 0.007 0.038 0.036
Si 27.556 1.96 26.458 -0.06 -0.055 0.116
Si 19.914 6.505 33.422 0.044 0.023 0.165
Si 21.253 12.79 28.938 0.01 0.038 0.082
Si 22.58 -0.051 26.858 -0.204 0.064 -0.006
Si 27.224 4.14 32.966 0.133 0.511 0.341
Si 31.278 3.63 30.874 -0.052 0.061 0.108
Si 27.221 4.657 27.57 -0.059 -0.015 -0.014
Si 27.014 8.769 30.097 0.371 -0.113 0.307
Si 26.01 7.431 27.486 -0.105 -0.025 0.032
Si 19.789 9.041 29.301 0.015 -0.026 0.045
Si 28.879 -0.344 32.989 0.057 0.196 0.489
Si 34.934 1.434 32.614 0.039 -0.06 0.17
Si 30.299 5.112 27.412 -0.039 -0.03 -0.041
Si 34.809 6.594 29.731 0.074 0.07 -0.04
Si 34.802 6.712 32.805 0.042 -0.012 0.081
Si 34.943 9.294 29.034 0.053 -0.018 -0.054
Si 38.366 0.134 30.149 -0.101 0.147 -0.021
Si 43.871 6.34 27.827 -0.072 0.06 0.137
Si 47.721 3.292 33.57 -0.001 0.154 0.697
Si 33.631 7.541 27.191 0.036 0.048 0.091
Si 38.463 13.253 33.486 -0.181 0.391 0.547
Si 38.033 13.361 30.583 -0.01 -0.063 0.004
Si 43.945 9.491 28.248 -0.026 0.016 -0.231
Si 40.485 5.516 25.705 0.038 0.057 -0.013
Si 51.836 10.822 32.588 0.058 0.062 -0.038
Si 48.462 9.246 29.835 -0.076 -0.093 0.034
Si 44.41 8.81 24.444 0.037 0.275 -0.475
Si 41.47 8.923 29.934 0.011 -0.113 0.066
Si 46.496 11.317 28.819 -0.056 -0.064 -0.039
Si 48.069 8.155 27.172 0.017 0.111 0.056
Si 51.731 13.25 28.747 0.151 -0.121 -0.067
Si 50.548 2.777 25.701 -0.063 0.393 -0.516
Si 55.065 4.994 27.17 0.03 0.024 0.05
Si 51.462 8.88 30.068 -0.01 -0.075 0.036
Si 55.545 8.523 31.079 -0.114 0.526 -0.236
Si 45.719 12.73 31.261 -0.015 -0.003 -0.016
Si 53.152 3.853 30.572 0.133 -0.018 -0.055
Si 55.796 5.575 30.037 0.033 0.034 0.119
Si 58.199 11.918 30.926 -0.122 -0.09 -0.03
Si 58.475 -1.064 28.241 0.013 -0.049 0.017
Si 54.672 12.997 29.034 0.044 -0.146 0.077
Si 60.082 1.552 27.855 0.057 -0.019 0.074
Si 60.384 3.194 30.281 -0.025 -0.107 -0.042
Si 62.55 11.23 31.959 -0.122 0.044 0.1
Si 61.008 11.409 29.521 0.023 -0.021 0.111
Si 58.248 13.161 26.251 0.065 0.007 -0.008
Si 0.681 -0.485 26.477 -0.017 -0.031 -0.152
Si 62.835 -1.164 33.25 -0.19 0.296 0.5
Si 62.753 1.927 29.013 -0.17 -0.042 0.014
Si 63.057 6.173 31.759 -0.047 -0.098 0.076
Si 1.39 12.641 30.914 0.087 -0.133 -0.006
Si 60.508 6.36 33.294 -0.198 0.295 0.506
Si -1.075 0.953 31.358 0.017 0.061 -0.089
Si 4.829 4.33 32.115 0.09 -0.105 -0.003
Si 9.6 -0.812 33.046 -0.09 0.05 -0.064
Si 1.883 5.119 32.893 0.018 0.229 0.637
Si 11.708 6.48 27.687 -0.083 -0.12 -0.015
Si 1.686 13.328 27.907 -0.147 -0.036 0.037
Si 3.897 10.951 30.422 0.058 0.092 -0.001
Si 13.627 6.603 31.498 -0.045 0.082 -0.038
Si 11.631 1.874 29.477 -0.099 0.022 -0.012
Si 8.93 3.264 29.587 -0.558 -0.15 -0.207
Si 11.688 8.844 31.643 0.015 -0.057 0.043
Si 8.313 13.358 0.109 0.023 0.189 0.585
Si 16.237 8.095 31.232 0.395 -0.34 -0.098
Si 12.065 0.812 32.293 0.043 0.092 0.008
Si 17.234 -0.37 28.814 0.135 -0.054 -0.019
Si 18.686 4.422 29.357 0.052 0.105 0.024
Si 18.223 6.961 30.999 -0.446 0.158 0.062
Si 17.893 11.245 27.999 0.122 0.508 0.277
Si 17.408 15.069 24.957 0.12 0.032 -0.542
Si 18.57 13.538 32.292 -0.012 -0.007 -0.024
Si 22.618 0.085 30.939 0.08 0.044 0.049
Si 21.67 4.48 28.516 -0.016 -0.004 0.013
Si 26.517 2.302 29.173 0.04 0.05 -0.084
Si 21.831 11.2 26.467 -0.01 0.095 -0.052
Si 25.972 12.959 29.756 0.083 -0.085 0.173
Si 24.241 -0.884 33 0.568 -0.435 -0.315
Si 32.228 9.428 30.515 -0.058 -0.052 -0.009
Si 21.696 10.717 31.04 -0.008 0.026 -0.08
Si 23.679 14.594 28.896 -0.023 -0.104 0.13
Si 28.367 11.283 28.688 0.058 -0.084 0.081
Si 28.796 2.194 31.184 -0.047 0.009 0.016
Si 31.209 13.988 32.483 0 -0.025 -0.133
Si 32.987 -0.409 30.934 0.107 0.035 -0.115
Si 30.675 9.306 32.949 -0.044 0.004 -0.046
Si 26.253 14.39 32.396 -0.638 0.133 0.105
Si 31.715 8.647 25.177 -0.07 -0.279 -0.541
Si 33.431 13.976 28.839 0.069 -0.003 0.081
Si 42.861 13.816 30.68 -0.074 0.024 -0.112
Si 41.441 14.452 33.187 -0.038 -0.016 0.108
Si 37.709 2.415 31.97 0.074 0.006 0.135
Si 43.746 11.237 25.907 -0.207 0.046 -0.223
Si 38.692 10.233 0.068 0.308 -0.291 0.38
Si 37.803 12.259 25.879 -0.019 0.002 -0.141
Si 36.806 1.466 28.043 -0.158 -0.426 -0.6
Si 46.074 1.338 29.316 0.098 0.069 0.057
Si 44.173 5.644 32.277 0.045 0.018 -0.032
Si 43.046 8.3 32.342 -0.066 0.031 0.01
Si 39.455 10.507 33.423 0.359 -0.345 0.275
Si 46.886 0.463 32.319 -0.05 -0.022 -0.053
Si 45.307 10.19 32.965 -0.072 0.236 0.653
Si 48.177 14.102 32.776 0.109 -0.104 0.628
Si 45.485 4.429 29.757 -0.046 -0.031 -0.116
Si 52.915 2.858 27.605 -0.126 0.096 -0.004
Si 48.044 5.346 31.219 0.076 0.012 0.063
Si 50.827 5.972 30.986 0.057 0.079 -0.093
Si 52.211 -0.656 33.611 -0.305 0.182 0.575
Si 53.892 1.959 33.062 -0.046 0.396 0.625
Si 52.583 8.208 0.255 -0.08 -0.091 0.699
Si 56.258 11.343 27.128 0.086 -0.107 0.113
Si 53.432 8.623 33.44 0.44 -0.219 0.419
Si 57.647 9.772 32.945 0.083 -0.111 -0.056
Si 56.641 0.41 32.997 0.069 -0.264 0.585
Si 57.726 5.247 32.421 -0.048 0.073 0.082
Si 58.881 2.51 32.983 0.263 -0.082 0.513
Si 0.323 7.618 32.61 0.112 -0.131 0.622
Si 63.238 14.39 26.454 0.105 0.034 -0.051
Si 60.835 12.911 33.401 -0.143 -0.138 -0.025
Si 1.308 14.993 6.637 -0.014 -0.009 -0.018
Si 3.999 1.397 6.63 0.011 -0.001 0.017
Si 1.346 4.074 6.656 0.013 -0.008 -0.008
Si 4.045 6.799 6.605 -0.004 -0.052 -0.036
Si 1.331 9.58 6.674 -0.01 0.008 0.013
Si 4.095 12.255 6.731 0.01 -0.008 0.028
Si 6.753 14.988 6.612 0.005 -0.002 -0.029
Si 9.485 1.362 6.652 -0.007 0.018 -0.007
Si 6.725 4.076 6.626 0.017 0.011 0.006
Si 9.443 6.828 6.751 -0.021 0.004 0.033
Si 6.73 9.6 6.728 -0.024 0.003 0.025
Si 9.485 12.244 6.585 -0.011 -0.017 -0.024
Si 12.215 14.978 6.718 -0.001 -0.013 -0.007
Si 14.935 1.392 6.84 -0.02 0.019 0.018
Si 12.262 4.057 6.767 0.003 -0.06 0.032
Si 14.999 6.744 6.491 0.009 0.012 0.001
Si 12.266 9.464 6.612 -0.005 -0.04 0
Si 15.016 12.168 6.704 0.031 0.006 -0.009
Si 17.778 14.926 6.847 0.004 0.032 0.027
Si 20.385 1.364 6.726 -0.013 0.01 0.006
Si 17.652 4.056 6.645 -0.008 0.031 0.018
Si 20.464 6.764 6.818 -0.008 -0.012 0.002
Si 17.686 9.486 6.715 -0.015 0.019 -0.013
Si 20.57 12.148 6.794 0.033 -0.014 0.005
Si 23.155 14.89 6.841 -0.003 0.037 0.007
Si 25.955 1.294 6.935 0.011 0.033 0.01
Si 23.24 4.065 6.923 0.05 0.049 0.012
Si 25.964 6.869 6.893 -0.001 0.034 0.015
Si 23.267 9.479 6.901 0.009 -0.037 0.047
Si 25.942 12.211 6.809 -0.026 0 -0.024
Si 28.727 14.892 6.87 0.011 0.019 0.012
Si 31.45 1.376 6.871 0.019 -0.032 -0.001
Si 28.728 4.086 6.946 0.033 -0.044 0.001
Si 31.484 6.774 6.856 -0.026 0.027 -0.011
Si 28.761 9.474 6.917 0.028 -0.003 -0.016
Si 31.39 12.231 6.838 -0.028 0.021 -0.013
Si 34.076 15.052 6.862 -0.013 0.03 0.01
Si 36.756 1.411 6.841 0.009 0.041 -0.01
Si 34.184 4.041 6.87 0.001 -0.018 0.012
Si 36.784 6.784 6.958 -0.018 -0.012 -0.047
Si 34.074 9.498 6.945 -0.023 0.007 0.001
Si 36.782 12.263 6.928 0.017 -0.007 0.006
Si 39.463 14.958 6.914 0.031 -0.004 0.004
Si 42.203 1.327 6.918 0.018 -0.003 -0.005
Si 39.517 4.033 7.088 0.028 0.005 0.008
Si 42.222 6.764 7.016 -0.005 0.009 0.018
Si 39.437 9.539 6.961 -0.051 0.007 -0.022
Si 42.15 12.244 6.993 -0.014 0.008 -0.003
Si 44.852 14.944 6.914 -0.012 0.002 -0.004
Si 47.534 1.377 6.899 -0.011 -0.003 0
Si 44.89 4.064 6.867 -0.002 -0.019 -0.005
Si 47.553 6.815 6.797 -0.007 -0.015 -0.015
Si 44.921 9.474 6.916 0.012 0.008 0
Si 47.528 12.222 6.826 0.016 -0.025 0.008
Si 50.208 14.956 6.833 0.018 -0.007 0.006
Si 52.917 1.397 6.831 0.002 -0.023 -0.008
Si 50.21 4.115 6.848 -0.013 0.002 -0.007
Si 52.923 6.887 6.823 0.002 0.008 -0.007
Si 50.224 9.526 6.765 0.01 0.005 -0.011
Si 52.855 12.287 6.793 -0.009 0.01 -0.013
Si 55.6 15.041 6.833 -0.003 0.005 -0.002
Si 58.353 1.432 6.828 -0.023 0.031 0.009
Si 55.709 4.115 6.865 0.023 0.003 0.005
Si 58.433 6.86 6.781 0.01 -0.014 0.015
Si 55.677 9.592 6.763 -0.018 0.004 -0.013
Si 58.359 12.331 6.778 -0.029 0.018 0.007
Si 61.133 15.028 6.816 -0.007 0.024 0.018
Si 63.875 1.385 6.838 -0.027 0.003 0.024
Si 61.071 4.171 6.757 -0.025 0.01 0.018
Si 63.816 6.866 6.709 -0.01 0.011 0.008
Si 61.187 9.583 6.675 0 -0.019 -0.007
Si 63.846 12.285 6.657 -0.014 0.003 -0.003
Si 2.667 0.025 8.009 0.031 0.02 -0.006
Si 5.377 2.731 8.002 -0.006 -0.001 0.005
Si 2.69 5.462 8.003 -0.014 0.007 0.01
Si 5.377 8.164 8.008 0.005 0.013 0.009
Si 2.692 10.907 8.052 -0.007 -0.004 0.013
Si 5.44 13.644 8.039 0.003 0 0.006
Si 8.124 -0.005 7.999 0.013 0.008 0.002
Si 10.846 2.697 8.047 -0.032 -0.017 0.007
Si 8.075 5.429 8.029 -0.008 -0.013 0.003
Si 10.88 8.171 8.025 0.003 0.013 -0.015
Si 8.148 10.932 8.024 -0.003 0.002 0.009
Si 10.837 13.579 8.001 0.002 0.024 0.007
Si 13.565 -0.009 8.107 -0.006 0 0.025
Si 16.342 2.748 8.109 -0.003 0.011 0.011
Si 13.665 5.456 8.003 0.02 0.001 -0.018
Si 16.303 8.09 7.985 -0.004 -0.033 -0.015
Si 13.607 10.819 8.01 0.007 0.01 0.008
Si 16.357 13.54 8.091 0.017 -0.016 0.006
Si 19.109 -0.001 8.166 0.008 0.027 -0.021
Si 21.786 2.682 8.139 -0.043 -0.013 0.001
Si 19.035 5.389 8.067 -0.008 -0.022 -0.01
Si 21.847 8.108 8.175 -0.011 -0.018 0.01
Si 19.102 10.82 8.074 0.029 -0.016 -0.01
Si 21.846 13.524 8.206 0.007 0.006 0.012
Si 24.527 -0.058 8.204 0.001 0.001 0.012
Si 27.34 2.685 8.246 -0.01 -0.01 -0.007
Si 24.614 5.45 8.224 0.013 -0.012 0.006
Si 27.346 8.168 8.27 -0.033 -0.013 -0.003
Si 24.609 10.871 8.219 0 0.006 0.011
Si 27.304 13.561 8.197 -0.004 -0.007 -0.004
Si 30.072 -0.021 8.204 0.005 -0.007 0.008
Si 32.787 2.722 8.25 -0.006 0.011 0.009
Si 30.097 5.449 8.261 0.02 -0.004 -0.012
Si 32.738 8.141 8.302 0.005 -0.004 0.006
Si 30.055 10.892 8.255 0.006 0.003 0.001
Si 32.737 13.623 8.202 -0.018 -0.012 -0.011
Si 35.432 0.048 8.253 -0.002 0.012 -0.023
Si 38.099 2.676 8.334 -0.004 -0.001 0.005
Si 35.453 5.411 8.307 0.015 0.007 0.012
Si 38.11 8.167 8.326 0 0.005 0.011
Si 35.427 10.888 8.28 0.005 0.005 0.007
Si 38.132 13.604 8.306 -0.01 0.002 -0.01
Si 40.828 -0.014 8.289 -0.021 -0.003 -0.008
Si 43.549 2.707 8.269 -0.003 0.001 -0.01
Si 40.869 5.423 8.386 0 0 0.011
Si 43.568 8.152 8.328 0.015 0.005 0.002
Si 40.806 10.871 8.338 0.019 0.023 0.006
Si 43.523 13.6 8.322 -0.001 -0.015 0.016
Si 46.189 0.009 8.264 -0.001 -0.011 0.007
Si 48.891 2.748 8.242 0.013 -0.004 0.003
Si 46.23 5.451 8.221 0.005 0.01 -0.015
Si 48.906 8.168 8.185 -0.003 0 -0.014
Si 46.229 10.878 8.267 -0.023 0.019 0.004
Si 48.886 13.577 8.207 -0.004 0.007 0.005
Si 51.586 0.005 8.191 0.011 0.001 -0.001
Si 54.305 2.754 8.189 0.003 0.006 -0.01
Si 51.589 5.49 8.187 0.006 -0.004 -0.009
Si 54.321 8.237 8.148 0.009 0.006 0.004
Si 51.552 10.899 8.167 0.008 0.016 0.002
Si 54.249 13.643 8.158 -0.004 0.009 -0.006
Si 57 0.061 8.18 -0.001 0.005 0.008
Si 59.737 2.81 8.144 0.01 -0.002 0.004
Si 57.065 5.518 8.167 -0.02 0.002 0.013
Si 59.825 8.236 8.081 0.012 -0.019 0.011
Si 57.028 10.948 8.137 0.018 0.012 0.001
Si 59.748 13.663 8.141 0.013 0.008 -0.015
Si 62.504 0.043 8.168 0.001 -0.035 0.028
Si -0.012 2.777 8.089 0.006 -0.005 0.012
Si 62.471 5.519 8.091 -0.004 0.013 0.026
Si -0.05 8.217 8.031 0.012 -0.011 0.008
Si 62.525 10.927 8.062 0.016 -0.012 -0.001
Si -0.05 13.638 8.013 -0.02 -0.007 -0.001
Si 1.338 1.385 9.409 -0.009 -0.025 -0.008
Si 4.043 4.106 9.374 0.026 -0.005 -0.009
Si 1.317 6.828 9.37 -0.017 -0.013 -0.011
Si 4.03 9.514 9.391 -0.023 -0.007 0.005
Si 1.32 12.283 9.381 0.015 0.022 0.01
Si 4.047 14.996 9.37 -0.018 -0.01 0.005
Si 6.751 1.361 9.351 -0.021 0.007 0.001
Si 9.468 4.073 9.366 0 0.009 0.013
Si 6.745 6.816 9.374 0.028 -0.005 0.014
Si 9.516 9.548 9.362 0.011 -0.001 0.014
Si 6.786 12.27 9.393 0.011 0.014 0.008
Si 9.48 14.944 9.365 -0.019 -0.02 -0.012
Si 12.194 1.352 9.428 -0.005 0.006 0.011
Si 14.979 4.117 9.428 0.013 -0.01 0.019
Si 12.256 6.798 9.352 -0.014 0 0.002
Si 14.963 9.463 9.368 -0.005 -0.001 -0.01
Si 12.227 12.213 9.341 -0.006 -0.013 -0.014
Si 14.963 14.924 9.406 0.015 0.03 0.005
Si 17.703 1.362 9.46 -0.015 -0.015 0.002
Si 20.41 4.052 9.461 -0.01 0.01 -0.007
Si 17.678 6.775 9.395 -0.005 -0.001 -0.004
Si 20.457 9.487 9.472 -0.006 -0.015 0.005
Si 17.742 12.194 9.429 0.008 0.027 -0.001
Si 20.474 14.934 9.501 -0.002 0.015 0.011
Si 23.16 1.328 9.515 0.012 -0.015 -0.008
Si 25.96 4.062 9.569 0.009 0.029 0.012
Si 23.205 6.774 9.553 -0.005 0.016 0.007
Si 25.957 9.523 9.595 0.019 0.018 0.004
Si 23.223 12.203 9.567 -0.006 -0.007 0.013
Si 25.93 14.923 9.548 -0.013 -0.002 -0.002
Si 28.698 1.32 9.584 0.004 -0.001 0.002
Si 31.416 4.068 9.625 -0.002 0.009 0.009
Si 28.692 6.783 9.611 0.006 0.004 -0.008
Si 31.384 9.528 9.638 -0.008 0 0.004
Si 28.653 12.226 9.595 -0.019 -0.013 0.005
Si 31.386 14.949 9.604 -0.003 0.006 -0.007
Si 34.093 1.369 9.655 0.006 0.005 0.002
Si 36.789 4.071 9.696 -0.003 0.012 0
Si 34.085 6.774 9.66 -0.013 -0.02 0.005
Si 36.757 9.529 9.677 -0.002 -0.014 0.006
Si 34.07 12.269 9.613 0.003 0.016 -0.004
Si 36.767 14.984 9.637 0.005 0 -0.001
Si 39.471 1.325 9.68 -0.013 -0.019 0.002
Si 42.215 4.039 9.697 -0.017 -0.005 0.004
Si 39.488 6.812 9.688 0.028 0.02 -0.01
Si 42.194 9.515 9.68 0.004 -0.006 -0.004
Si 39.466 12.244 9.691 -0.013 -0.007 -0.008
Si 42.169 14.96 9.681 0.016 0.017 -0.001
Si 44.87 1.36 9.66 -0.003 0.006 0.006
Si 47.561 4.103 9.621 -0.007 -0.007 0.006
Si 44.905 6.774 9.665 -0.019 -0.006 0.001
Si 47.59 9.514 9.618 0.013 0.013 -0.003
Si 44.881 12.222 9.662 0.005 -0.014 -0.002
Si 47.552 14.947 9.595 -0.006 -0.004 -0.008
Si 50.256 1.375 9.577 0.001 0.023 0.011
Si 52.959 4.133 9.547 0.022 0.009 0.017
Si 50.253 6.828 9.583 -0.008 -0.003 0.011
Si 52.96 9.577 9.523 0.011 0.005 -0.004
Si 50.24 12.238 9.588 0.004 -0.015 0.004
Si 52.94 14.987 9.571 -0.004 -0.016 0.009
Si 55.659 1.409 9.562 -0.011 -0.007 0.01
Si 58.411 4.163 9.529 0.009 0.005 -0.001
Si 55.681 6.873 9.504 -0.005 -0.021 0.007
Si 58.428 9.577 9.449 -0.006 -0.026 -0.006
Si 55.661 12.3 9.498 0.015 0.009 -0.008
Si 58.398 15.028 9.509 0.006 0.01 -0.002
Si 61.133 1.441 9.473 0.009 0.009 -0.01
Si 63.876 4.151 9.414 0.004 0.007 -0.012
Si 61.154 6.885 9.473 -0.001 0.008 0.009
Si 63.892 9.575 9.421 -0.002 0.017 0.01
Si 61.141 12.271 9.437 -0.024 -0.023 0.003
Si 63.89 14.968 9.438 -0.005 -0.007 0.005
Si -0.019 0.023 10.765 0.004 -0.002 0.003
Si 2.698 2.749 10.754 0.002 0.005 -0.001
Si -0.036 5.499 10.77 -0.016 0.007 0.007
Si 2.671 8.173 10.756 0 -0.004 0.009
Si -0.023 10.93 10.769 -0.002 -0.014 0.006
Si 2.695 13.628 10.732 -0.007 0.016 0
Si 5.402 0.02 10.74 0.008 -0.005 0.002
Si 8.108 2.716 10.718 0.011 -0.015 0
Si 5.398 5.458 10.737 -0.022 0.001 0.007
Si 8.143 8.171 10.703 -0.001 -0.002 -0.004
Si 5.415 10.881 10.723 0.01 -0.004 0.003
Si 8.135 13.608 10.756 0.005 0.007 0.016
Si 10.835 -0.027 10.741 0.005 0.003 0.008
Si 13.582 2.733 10.741 -0.014 0.006 -0.011
Si 10.863 5.437 10.692 0 -0.022 -0.008
Si 13.587 8.151 10.739 0.019 -0.001 0.003
Si 10.868 10.887 10.733 -0.009 0.008 0.004
Si 13.584 13.562 10.725 -0.007 -0.004 0.003
Si 16.323 -0.026 10.768 0.012 0.012 0.005
Si 19.065 2.699 10.829 0.008 -0.003 0.009
Si 16.335 5.45 10.792 -0.02 0.006 0.011
Si 19.057 8.123 10.771 -0.001 -0.009 -0.001
Si 16.34 10.828 10.729 0.023 -0.025 0.001
Si 19.079 13.563 10.81 -0.004 0.004 0.001
Si 21.826 -0.04 10.873 0.013 0.011 0.007
Si 24.549 2.686 10.867 -0.022 0.012 0.002
Si 21.796 5.397 10.833 0.002 -0.008 0.001
Si 24.559 8.149 10.908 0.005 -0.013 -0.008
Si 21.816 10.835 10.861 0.004 0.001 -0.007
Si 24.574 13.572 10.916 0 -0.012 0.008
Si 27.298 -0.038 10.912 0.004 0.004 -0.006
Si 30.029 2.696 10.959 0.017 -0.004 -0.005
Si 27.307 5.416 10.947 0.019 -0.023 0.005
Si 30.016 8.16 10.984 -0.02 0.02 0.001
Si 27.296 10.877 10.964 -0.025 -0.005 0.006
Si 30.005 13.599 10.956 -0.006 0.014 -0.004
Si 32.72 -0.007 10.99 -0.002 -0.011 -0.003
Si 35.424 2.716 11.046 -0.001 -0.001 0.002
Si 32.733 5.423 11.024 0.004 0.016 0.002
Si 35.418 8.152 11.033 -0.006 0.001 0.003
Si 32.727 10.904 10.994 -0.004 -0.005 -0.005
Si 35.412 13.618 11.005 -0.009 -0.008 -0.002
Si 38.115 -0.016 11.048 0.011 -0.007 -0.002
Si 40.832 2.694 11.045 0.011 0.013 -0.001
Si 38.143 5.44 11.048 -0.002 0.001 -0.004
Si 40.842 8.158 11.055 0 -0.003 0.002
Si 38.112 10.883 11.048 0.005 0.008 0.005
Si 40.821 13.597 11.053 -0.006 -0.016 0.003
Si 43.52 0.005 11.039 -0.015 0.007 0.007
Si 46.223 2.733 11.002 -0.014 0.006 0
Si 43.551 5.423 11.046 0.015 -0.013 -0.003
Si 46.253 8.15 11.017 0.003 -0.008 -0.005
Si 43.543 10.869 11.05 -0.003 0.027 0.006
Si 46.235 13.596 11.013 -0.005 0.01 -0.003
Si 48.904 0.004 10.947 -0.006 -0.022 -0.018
Si 51.614 2.754 10.928 0.002 -0.017 -0.012
Si 48.922 5.46 10.979 -0.007 -0.004 -0.011
Si 51.629 8.208 10.917 0.016 0.006 -0.008
Si 48.929 10.88 10.995 0.006 0.007 0.005
Si 51.605 13.61 10.936 0.009 -0.001 0.002
Si 54.313 0.033 10.924 0.006 0 0
Si 57.043 2.8 10.879 0.011 0.014 -0.005
Si 54.328 5.517 10.881 0.016 0.011 -0.008
Si 57.073 8.231 10.834 -0.003 0.014 -0.011
Si 54.329 10.932 10.879 -0.007 0.005 -0.002
Si 57.038 13.653 10.859 -0.007 -0.001 0.001
Si 59.783 0.076 10.835 -0.007 0.003 0.003
Si 62.527 2.798 10.795 -0.006 0.001 0.004
Si 59.795 5.533 10.845 -0.006 -0.001 0.013
Si 62.533 8.235 10.812 -0.001 -0.014 0.014
Si 59.789 10.929 10.821 0.014 0.007 0
Si 62.523 13.62 10.79 0.018 0.007 0.001
Si 1.346 14.979 12.113 0.004 0.003 -0.006
Si 4.05 1.379 12.111 0.003 0.014 -0.001
Si 1.339 4.122 12.107 -0.007 -0.011 -0.006
Si 4.05 6.817 12.103 -0.005 -0.012 0
Si 1.329 9.55 12.12 -0.007 0.004 -0.004
Si 4.05 12.245 12.079 -0.016 0.003 -0.008
Si 6.76 14.966 12.094 0.003 -0.009 0.001
Si 9.467 1.347 12.069 -0.011 -0.009 0.002
Si 6.759 4.088 12.079 -0.006 0.013 -0.001
Si 9.506 6.8 12.054 0.027 0.008 0.001
Si 6.786 9.519 12.076 0.017 -0.008 -0.005
Si 9.495 12.23 12.096 0.008 0.019 0.004
Si 12.212 14.926 12.074 -0.006 -0.003 -0.001
Si 14.939 1.352 12.088 -0.004 0.007 -0.003
Si 12.205 4.091 12.082 -0.004 0.007 0.007
Si 14.95 6.816 12.108 0.002 0.004 0.007
Si 12.227 9.521 12.084 -0.002 -0.003 -0.001
Si 14.965 12.203 12.067 -0.011 0.003 -0.01
Si 17.691 14.928 12.13 0.01 0.003 0
Si 20.438 1.332 12.177 -0.002 -0.018 -0.005
Si 17.691 4.079 12.144 0.003 0.007 0.006
Si 20.426 6.785 12.147 -0.007 -0.005 -0.001
Si 17.7 9.498 12.114 -0.002 -0.011 0.002
Si 20.443 12.21 12.183 0.018 0.007 0.005
Si 23.187 14.927 12.24 0.003 0.023 0
Si 25.915 1.324 12.24 0.003 -0.005 -0.004
Si 23.164 4.042 12.2 0.004 -0.008 0
Si 25.913 6.786 12.269 -0.015 0.017 0.003
Si 23.179 9.502 12.249 -0.009 -0.004 0.009
Si 25.922 12.233 12.302 0.007 0.005 0.008
Si 28.637 14.944 12.321 -0.002 -0.018 0.001
Si 31.354 1.342 12.356 -0.001 0.012 0.004
Si 28.646 4.042 12.311 -0.003 0.01 0.01
Si 31.365 6.799 12.354 -0.005 -0.017 0.003
Si 28.637 9.512 12.324 -0.006 0 0.005
Si 31.351 12.258 12.348 -0.008 -0.006 -0.006
Si 34.058 14.969 12.381 0.001 0.004 0.002
Si 36.773 1.36 12.413 -0.002 0.005 -0.003
Si 34.058 4.058 12.406 0.009 0.001 0.002
Si 36.775 6.793 12.404 0.007 0.005 -0.007
Si 34.063 9.538 12.373 -0.009 0.008 -0.009
Si 36.758 12.26 12.394 -0.004 0.004 -0.006
Si 39.46 14.951 12.421 -0.01 0.005 0.001
Si 42.176 1.348 12.432 -0.008 -0.017 0.004
Si 39.495 4.075 12.409 0.006 -0.001 -0.005
Si 42.188 6.778 12.415 -0.003 0.001 -0.002
Si 39.472 9.518 12.406 0.005 0.014 -0.009
Si 42.18 12.231 12.405 0.009 0 -0.002
Si 44.884 14.959 12.384 0.004 -0.011 -0.005
Si 47.574 1.361 12.344 -0.01 0.011 -0.01
Si 44.889 4.065 12.41 -0.012 0.003 -0.003
Si 47.595 6.791 12.395 0.007 -0.001 0.007
Si 44.9 9.494 12.409 0.001 -0.009 -0.001
Si 47.589 12.233 12.385 -0.004 -0.012 0.001
Si 50.249 14.96 12.307 0.012 0.003 -0.006
Si 52.965 1.397 12.293 0.009 0.008 0.022
Si 50.277 4.097 12.335 -0.007 0.007 0.015
Si 52.991 6.862 12.282 0.007 -0.001 0.007
Si 50.306 9.533 12.35 0.007 0.006 0.001
Si 52.989 12.262 12.281 0.013 0.003 0.004
Si 55.697 14.995 12.26 0.007 -0.004 0.003
Si 58.436 1.443 12.202 0.002 0 0.001
Si 55.704 4.186 12.237 -0.042 0.003 0.009
Si 58.44 6.897 12.205 -0.013 -0.017 -0.001
Si 55.715 9.575 12.214 0.028 -0.024 -0.014
Si 58.426 12.287 12.189 -0.011 0.004 -0.008
Si 61.174 15.006 12.136 0.002 0.006 -0.014
Si 63.908 1.409 12.106 0.002 -0.012 -0.011
Si 61.179 4.169 12.167 0.012 0.009 -0.001
Si 63.903 6.865 12.154 0.012 0 0.002
Si 61.168 9.587 12.184 -0.004 -0.007 0
Si 63.898 12.274 12.148 -0.015 -0.005 -0.001
Si 2.698 0.01 13.475 -0.018 -0.019 0.005
Si 5.409 2.74 13.458 0.005 -0.005 0.004
Si 2.698 5.474 13.475 0.005 0.001 0.009
Si 5.436 8.164 13.447 -0.006 0.007 -0.004
Si 2.707 10.895 13.466 0 -0.012 -0.003
Si 5.413 13.585 13.445 0.007 0.01 0.004
Si 8.124 -0.002 13.443 0.004 0.021 0.003
Si 10.831 2.711 13.409 -0.002 -0.012 -0.012
Si 8.135 5.447 13.415 0.005 -0.023 -0.007
Si 10.858 8.158 13.424 0.004 -0.002 -0.004
Si 8.139 10.859 13.454 -0.006 -0.003 0.008
Si 10.853 13.584 13.445 0.004 -0.006 0.011
Si 13.574 -0.029 13.42 -0.01 0.006 -0.004
Si 16.292 2.716 13.45 0.004 -0.004 0.007
Si 13.56 5.469 13.434 0.025 0.008 0
Si 16.317 8.168 13.461 -0.018 -0.008 -0.004
Si 13.599 10.873 13.435 0.013 -0.008 0.001
Si 16.311 13.554 13.453 0.009 0.007 0.002
Si 19.072 -0.05 13.49 0.004 0.021 0.007
Si 21.801 2.678 13.547 0.003 -0.004 0.011
Si 19.062 5.436 13.494 0.01 0.006 0.003
Si 21.779 8.126 13.543 -0.011 -0.014 -0.005
Si 19.055 10.844 13.501 -0.007 0.002 -0.002
Si 21.808 13.552 13.561 0 -0.002 0.003
Si 24.557 -0.044 13.594 -0.009 -0.012 0.004
Si 27.259 2.666 13.64 -0.003 -0.005 0
Si 24.52 5.402 13.571 -0.012 -0.006 -0.012
Si 27.25 8.153 13.653 0.014 0.009 -0.003
Si 24.534 10.872 13.623 0.011 0.017 -0.004
Si 27.276 13.583 13.681 -0.017 0.004 -0.002
Si 29.975 -0.012 13.707 0.006 0.008 -0.013
Si 32.69 2.691 13.754 -0.005 -0.018 -0.007
Si 29.994 5.413 13.674 0.009 0.012 -0.001
Si 32.698 8.183 13.725 0.022 0.02 0.006
Si 29.976 10.89 13.683 -0.018 -0.017 -0.006
Si 32.687 13.62 13.742 -0.006 0.002 0.008
Si 35.397 0.01 13.765 0.01 0.006 -0.001
Si 38.132 2.726 13.772 0.011 0.013 -0.009
Si 35.417 5.42 13.754 -0.016 -0.01 -0.004
Si 38.125 8.154 13.775 0 -0.014 0.001
Si 35.409 10.894 13.753 -0.005 -0.007 -0.006
Si 38.095 13.611 13.79 0.008 -0.012 0.008
Si 40.805 -0.007 13.792 -0.012 -0.018 0.009
Si 43.538 2.715 13.791 0.009 0.014 -0.001
Si 40.838 5.422 13.799 0.003 0.001 0.005
Si 43.547 8.124 13.784 0 -0.005 0
Si 40.831 10.866 13.771 0 0.013 0.003
Si 43.528 13.606 13.756 0.004 0.004 -0.003
Si 46.234 0.012 13.742 -0.006 0.003 -0.011
Si 48.924 2.715 13.711 -0.005 -0.018 -0.01
Si 46.247 5.411 13.773 -0.01 -0.005 -0.003
Si 48.972 8.156 13.734 0.006 0.002 -0.005
Si 46.257 10.861 13.771 0.006 0.02 0
Si 48.952 13.603 13.739 -0.002 0.009 0.004
Si 51.596 0.01 13.65 -0.017 -0.011 -0.009
Si 54.341 2.82 13.582 0.032 0.006 -0.017
Si 51.637 5.501 13.66 0.013 -0.005 -0.01
Si 54.376 8.235 13.62 -0.01 0.015 -0.013
Si 51.674 10.91 13.697 0.012 -0.006 -0.008
Si 54.349 13.619 13.636 0.002 0 0.005
Si 57.095 0.064 13.556 0.002 0.01 -0.003
Si 59.814 2.825 13.528 -0.012 -0.005 0.002
Si 57.073 5.572 13.583 0.023 0.017 0
Si 59.807 8.249 13.567 0.01 0.01 0.003
Si 57.077 10.926 13.572 -0.019 0.003 -0.01
Si 59.825 13.652 13.505 -0.005 -0.003 -0.004
Si 62.558 0.051 13.462 0.009 0 -0.002
Si -0.008 2.756 13.468 -0.008 0.001 0.002
Si 62.541 5.524 13.527 -0.002 -0.004 0.01
Si -0.016 8.215 13.518 -0.004 0.002 0.008
Si 62.554 10.93 13.533 0.001 0.003 0.01
Si 0 13.626 13.489 0.011 0.019 0.001
Si 1.338 1.378 14.832 0.002 0.011 0.003
Si 4.06 4.107 14.823 -0.011 -0.001 -0.006
Si 1.374 6.855 14.851 -0.017 0.001 0.001
Si 4.087 9.531 14.804 -0.008 0.008 -0.003
Si 1.353 12.244 14.846 -0.001 0.001 0.004
Si 4.061 14.942 14.807 -0.012 0 -0.005
Si 6.773 1.365 14.793 -0.007 -0.001 0.009
Si 9.471 4.068 14.768 0.013 0.01 0.007
Si 6.804 6.804 14.806 -0.005 -0.006 0.002
Si 9.506 9.49 14.807 0.011 -0.014 -0.001
Si 6.757 12.203 14.806 0.01 -0.016 0.005
Si 9.475 14.939 14.788 0.005 0.004 0.001
Si 12.186 1.334 14.743 -0.001 0.001 -0.005
Si 14.922 4.116 14.771 -0.031 0.009 0.008
Si 12.219 6.837 14.808 -0.027 0.013 0.017
Si 14.957 9.532 14.808 0.022 -0.001 0.005
Si 12.224 12.221 14.784 -0.008 0.02 -0.004
Si 14.927 14.92 14.78 -0.02 0.014 0
Si 17.672 1.332 14.762 0.009 -0.01 -0.017
Si 20.423 4.075 14.847 0.002 0.008 -0.009
Si 17.687 6.821 14.806 -0.004 0.001 -0.006
Si 20.421 9.506 14.884 0.006 -0.011 0.007
Si 17.665 12.198 14.834 0 -0.01 0.003
Si 20.412 14.896 14.881 0.003 0.007 0.004
Si 23.159 1.299 14.905 0.008 0.016 -0.007
Si 25.859 4.029 14.943 -0.015 0.019 -0.01
Si 23.138 6.763 14.901 0.021 -0.028 -0.013
Si 25.898 9.54 15.003 -0.008 -0.021 0.001
Si 23.169 12.234 14.972 -0.028 0.011 0.012
Si 25.89 14.934 15.013 0.025 -0.005 -0.001
Si 28.588 1.319 15.068 -0.008 -0.008 0.008
Si 31.304 4.049 15.082 -0.003 0.01 0.002
Si 28.609 6.775 14.988 -0.007 -0.011 -0.008
Si 31.319 9.557 15.061 -0.026 0.007 -0.01
Si 28.624 12.23 15.067 0.008 -0.005 -0.008
Si 31.322 14.981 15.115 -0.025 0.017 -0.005
Si 34.039 1.349 15.151 -0.006 0.003 0.007
Si 36.768 4.069 15.138 0.016 -0.014 0.001
Si 34.051 6.801 15.071 -0.001 0.004 -0.01
Si 36.759 9.523 15.119 0.003 0.031 -0.013
Si 34.056 12.272 15.106 0.025 -0.019 -0.011
Si 36.742 15 15.156 -0.006 -0.004 -0.013
Si 39.46 1.37 15.161 0.008 -0.006 -0.003
Si 42.181 4.052 15.179 0.011 0.007 -0.004
Si 39.465 6.783 15.154 -0.008 0.007 -0.006
Si 42.169 9.478 15.135 -0.004 -0.001 -0.014
Si 39.478 12.242 15.118 -0.018 -0.004 -0.008
Si 42.179 14.961 15.141 -0.003 -0.01 0.01
Si 44.9 1.359 15.152 -0.003 -0.002 -0.012
Si 47.588 4.033 15.138 -0.002 -0.009 0.013
Si 44.892 6.745 15.157 -0.002 -0.004 -0.004
Si 47.641 9.498 15.127 -0.01 0 0.001
Si 44.87 12.226 15.104 0 0.005 -0.007
Si 47.592 14.973 15.096 -0.004 -0.002 -0.005
Si 50.265 1.344 15.068 0.001 -0.009 -0.005
Si 53.009 4.161 14.997 0.004 0.012 0.011
Si 50.32 6.809 15.119 -0.004 0.003 0.036
Si 53.061 9.568 15.049 0.021 -0.015 -0.008
Si 50.337 12.248 15.1 0.022 -0.009 0.003
Si 52.947 14.953 14.983 0.001 -0.011 0.009
Si 55.737 1.464 14.869 -0.012 0.025 -0.007
Si 58.474 4.227 14.888 -0.018 -0.002 -0.001
Si 55.742 6.924 15.006 0.005 -0.002 0.018
Si 58.442 9.597 14.951 0.002 -0.006 0.009
Si 55.732 12.253 14.974 0.009 -0.01 0.009
Si 58.5 15.024 14.874 -0.025 0.015 -0.014
Si 61.218 1.435 14.806 -0.007 -0.001 -0.024
Si 63.929 4.133 14.825 0.026 -0.012 -0.013
Si 61.203 6.91 14.907 0.007 -0.01 0.005
Si 63.919 9.575 14.905 -0.007 -0.01 0.005
Si 61.183 12.296 14.871 0.01 0.015 -0.008
Si 63.922 15.013 14.821 -0.012 -0.012 -0.005
Si -0.025 0.034 16.215 0.002 -0.006 0.018
Si 2.708 2.735 16.173 -0.007 -0.002 0.009
Si 0.006 5.488 16.179 -0.008 0.006 0.008
Si 2.768 8.2 16.205 0.018 -0.001 0.007
Si 0.028 10.904 16.267 -0.003 -0.006 0.014
Si 2.738 13.573 16.195 0.019 0.006 -0.006
Si 5.431 -0.018 16.135 0.011 0 0.002
Si 8.123 2.714 16.157 -0.009 -0.011 0
Si 5.448 5.45 16.17 0.003 -0.008 -0.002
Si 8.155 8.147 16.199 0.012 0.008 0.012
Si 5.424 10.844 16.212 0.003 -0.013 -0.009
Si 8.126 13.554 16.134 -0.013 0.016 0.008
Si 10.842 -0.022 16.125 0.015 0.02 0.003
Si 13.526 2.736 16.053 -0.002 -0.001 -0.014
Si 10.815 5.457 16.096 0.015 -0.026 -0.01
Si 13.589 8.213 16.174 0.006 0.005 0.008
Si 10.891 10.843 16.138 0.018 -0.013 0.006
Si 13.554 13.581 16.155 0.01 -0.011 0.017
Si 16.321 -0.042 16.091 0.016 0.018 -0.002
Si 19.006 2.705 16.108 -0.01 0.004 -0.01
Si 16.29 5.491 16.122 0.015 0 0.004
Si 19.02 8.162 16.208 0.005 -0.007 0.006
Si 16.298 10.862 16.21 -0.01 -0.007 -0.001
Si 19.02 13.53 16.213 0.009 0.012 0.01
Si 21.811 -0.097 16.23 0.007 -0.004 -0.01
Si 24.483 2.661 16.287 0.01 -0.011 0.012
Si 21.773 5.403 16.254 -0.02 -0.002 -0.001
Si 24.495 8.134 16.249 -0.032 0 -0.008
Si 21.78 10.856 16.271 0.037 0.004 0.009
Si 24.543 13.566 16.377 0.003 0.009 -0.008
Si 27.214 -0.052 16.431 0.001 0.01 -0.014
Si 29.926 2.687 16.449 -0.025 0.02 -0.002
Si 27.24 5.376 16.285 0.021 -0.001 0
Si 29.931 8.164 16.352 0.009 0.003 -0.006
Si 27.251 10.884 16.431 -0.007 -0.002 0.008
Si 29.949 13.608 16.45 -0.001 0.006 0.007
Si 32.662 0.01 16.53 0.028 -0.013 -0.001
Si 35.414 2.711 16.505 -0.005 0.01 -0.008
Si 32.668 5.444 16.397 -0.003 0.002 -0.008
Si 35.407 8.133 16.458 0.002 -0.001 -0.006
Si 32.666 10.93 16.433 -0.004 0.011 0.008
Si 35.378 13.645 16.511 -0.033 -0.001 -0.008
Si 38.076 0.056 16.54 -0.013 0.009 0.015
Si 40.818 2.698 16.555 -0.01 0.001 0.01
Si 38.096 5.433 16.525 -0.015 0.017 -0.002
Si 40.833 8.112 16.534 -0.005 0.01 -0.01
Si 38.13 10.881 16.472 -0.001 -0.021 -0.009
Si 40.819 13.599 16.497 0.019 0.001 -0.005
Si 43.503 0.039 16.506 0.01 0.012 -0.008
Si 46.267 2.663 16.574 -0.017 0.006 -0.007
Si 43.554 5.373 16.564 0.009 0.004 0.007
Si 46.287 8.103 16.473 -0.003 -0.009 -0.025
Si 43.518 10.856 16.47 -0.008 -0.003 -0.019
Si 46.216 13.617 16.433 0.003 -0.012 -0.009
Si 48.934 -0.014 16.508 -0.001 0.034 0.003
Si 51.643 2.767 16.324 -0.02 -0.006 -0.02
Si 48.962 5.391 16.473 0.005 -0.019 -0.01
Si 51.733 8.199 16.431 0.007 0.021 -0.013
Si 49.027 10.859 16.483 0.012 -0.019 0.013
Si 51.68 13.604 16.499 0.027 0.019 -0.017
Si 54.325 0.101 16.146 0.057 0.056 -0.024
Si 57.113 2.844 16.196 -0.011 0.005 -0.035
Si 54.384 5.54 16.346 -0.028 -0.012 -0.011
Si 57.075 8.323 16.401 -0.003 0.02 0.023
Si 54.401 10.936 16.446 0.001 -0.005 -0.036
Si 57.154 13.644 16.213 0.006 -0.016 0.018
Si 59.904 0.082 16.18 0.009 -0.001 0.008
Si 62.568 2.782 16.171 -0.013 -0.011 0.007
Si 59.823 5.598 16.272 -0.037 0.003 0.007
Si 62.559 8.254 16.304 -0.003 0.015 0.012
Si 59.841 10.954 16.266 0.02 0.008 0.03
Si 62.576 13.657 16.18 -0.003 0.011 -0.009
O 2.766 16.067 1.132 0.331 0.46 -0.154
O 2.684 -0.556 32.141 -0.148 -0.591 -0.167
O 5.116 1.899 0.926 -0.564 -0.013 0.041
O 8.824 1.29 1.57 -0.392 0.017 0.05
O 6.474 3.975 1.698 -0.171 0.36 -0.09
O 13.546 15.503 1.583 0.429 -0.328 -0.298
O 12.89 5.386 1.174 0.045 0.353 -0.122
O 13.252 3.883 33.334 0.423 -0.372 -0.15
O 15.831 6.826 1.698 -0.168 -0.497 0.001
O 8.877 7.766 33.688 0.215 0.145 -0.429
O 12.43 10.135 1.769 0.108 -0.6 0.009
O 14.236 12.085 1.439 -0.39 0.292 -0.192
O 16.263 13.821 1.511 0.24 0.248 -0.433
O 19.836 1.058 0.844 -0.316 0.412 0.184
O 19.734 4.287 0.061 0.247 -0.41 0.209
O 17.364 8.951 1.492 -0.001 -0.229 -0.106
O 19.099 10.853 1.343 0.181 -0.072 -0.504
O 21.693 12.31 1.053 -0.016 -0.709 -0.224
O 23.577 14.027 0.931 0.245 -0.435 0.353
O 21.695 8.386 1.31 0.066 0.196 0.008
O 23.627 8.21 32.777 0.072 0.176 -0.438
O 25.114 11.048 1.27 -0.543 0.109 -0.172
O 28.851 15.583 2.021 -0.136 0.057 0.014
O 33.249 3.874 1.323 0.527 -0.317 -0.028
O 34.403 6.064 0.369 -0.026 0.601 -0.093
O 34.502 10.532 1.755 -0.38 0.428 -0.087
O 57.682 6.239 1.621 0.323 -0.339 -0.191
O 64.132 11.565 1.415 0.554 -0.051 -0.264
O 21.151 14.207 2.871 0.296 0.318 -0.068
O 61.956 11.864 2.89 -0.031 0.055 -0.132
O 29.525 12.659 21.746 0.111 -0.433 0.343
O 49.906 0.224 21.739 0.164 -0.08 0.419
O 50.664 13.376 21.623 -0.275 0.12 0.226
O 55.215 11.496 22.876 0.747 -0.062 0.209
O 2.107 14.428 22.969 0.132 -0.088 0.431
O 3.474 12.417 22.342 -0.187 -0.314 0.108
O 14.661 14.312 23.938 0.108 0.3 0.123
O 15.882 12.066 23.03 0.019 0.135 -0.038
O 25.895 3.269 23.897 0.147 0.487 -0.123
O 23.561 2.972 23.027 -0.495 -0.382 0.171
O 25.355 12.765 22.662 0.32 -0.335 -0.301
O 26.466 11.465 24.576 -0.378 -0.137 0.265
O 31.215 13.57 23.648 0.234 0.16 0.019
O 33.604 -0.305 24.344 0.035 -0.017 -0.3
O 32.888 4.716 23.1 -0.365 0.037 0.149
O 35.602 7.956 23.092 -0.195 0.052 0.252
O 37.966 8.401 24.159 0.028 -0.203 0.078
O 38.315 10.751 23.043 0.355 0.023 0.187
O 47.625 1.28 22.333 0.071 0.242 0.242
O 46.047 3.005 23.419 0.043 0.047 0.097
O 43.362 5.572 23.595 0.139 0.341 0.229
O 48.23 -0.877 23.615 0.165 -0.194 -0.158
O 52.118 14.824 23.296 -0.204 0.607 0.026
O 53.122 12.717 22.156 -0.226 -0.602 -0.378
O 57.993 7.968 22.968 0.199 0.628 0.396
O 55.677 9.006 22.592 -0.002 -0.099 0.326
O 53.325 10.757 26.766 -0.103 0.392 -0.034
O 53.682 9.916 24.16 -0.384 -0.281 -0.017
O 60.941 0.192 24.312 -0.027 0.461 0.259
O 63.309 7.652 22.734 -0.008 0.199 0.151
O 61.553 9.384 22.095 -0.659 0.281 -0.194
O 58.597 12.694 22.34 -0.329 0.072 -0.171
O 60.441 11.215 23.349 -0.274 0.154 0.222
O 62.025 15.07 22.5 -0.153 0.259 -0.261
O 63.485 12.924 22.816 0.448 0.328 0.034
O 1.011 0.97 27.105 -0.316 0.442 -0.139
O 2.999 0.543 23.641 0.006 0.153 0.399
O 5.684 2.57 28.102 -0.127 0.334 -0.331
O 1.768 4.098 24.354 0.198 -0.207 0.369
O 3.51 5.995 24.448 0.075 -0.092 0.324
O 5.781 7.176 24.007 0.474 -0.164 -0.003
O 2.228 9.963 24.077 0.005 0.464 0.18
O 0.47 8.046 23.604 -0.232 0.074 0.363
O 2.861 10.517 26.494 -0.707 -0.24 0.184
O 4.361 11.487 24.599 0.206 0.226 0.402
O 5.528 13.594 23.601 -0.362 -0.192 0.359
O 7.773 1.605 25.681 0.04 -0.128 0.106
O 9.421 13.588 27.826 0.121 0.143 0.472
O 7.168 3.831 24.338 0.064 0.598 0.061
O 9.422 4.67 28.875 0.048 0.107 -0.634
O 11.863 4.461 24.278 0.511 0.025 0.506
O 2.058 2.956 28.566 -0.341 0.066 0.41
O 14.062 0.483 23.463 -0.38 0.229 0.253
O 9.582 3.659 25.393 0.27 -0.477 -0.082
O 12.189 -1.002 24.45 -0.287 -0.344 0.33
O 12.207 1.293 28.099 0.243 -0.293 -0.083
O 10.917 2.472 22.949 -0.017 -0.017 0.293
O 15.341 4.965 26.534 0.208 -0.136 -0.088
O 15.016 6.401 24.409 -0.153 -0.281 -0.066
O 11.075 8.141 23.433 0.064 0.188 0.189
O 11.672 11.788 25.341 0.199 0.419 0.422
O 14.941 7.691 26.676 0.046 -0.056 0.045
O 21.49 2.574 24.766 0.183 -0.107 -0.678
O 17.607 4.464 24.017 -0.479 0.325 0.557
O 20.084 5.527 23.913 0.213 0.015 0.256
O 21.714 7.675 23.366 -0.152 -0.033 0.111
O 16.466 8.204 23.34 0.111 0.247 0.225
O 18.412 9.856 24.29 0.219 -0.12 0.332
O 19.591 12.257 24.186 -0.375 0.487 0.257
O 24.744 13.44 25.117 0.15 -0.088 0.22
O 22.484 13.651 28.386 0.052 -0.185 -0.351
O 26.974 1.313 25.097 -0.16 -0.632 0.083
O 23.771 3.717 25.53 0.085 0.288 0.361
O 24.461 5.414 23.642 -0.296 0.206 0.02
O 22.352 12.536 25.699 0.103 0.188 0.079
O 27.932 9.141 24.454 0.1 -0.23 0.162
O 23.042 10.172 26.758 0.256 0.197 0.381
O 27.177 14.015 24.192 -0.05 -0.069 0.265
O 29.089 -0.672 25.082 0.164 -0.285 0.461
O 29.973 2.844 30.281 -0.152 -0.31 -0.794
O 37.621 13.072 32.114 -0.633 -0.238 -0.083
O 33.23 2.36 24.337 -0.053 0.065 0.234
O 25.769 9.542 30.764 -0.085 -0.338 0.376
O 28.398 6.509 24.929 -0.055 -0.151 -0.058
O 30.931 12.244 26.016 0.101 0.214 0.616
O 32.993 13.807 25.594 -0.135 0.228 0.694
O 35.323 -1.004 26.159 -0.175 0.104 0.244
O 45.224 5.559 33.501 -0.168 0.406 0.148
O 36.313 0.959 24.716 -0.111 0.033 0.167
O 34.828 4.408 24.767 0.29 0.037 0.102
O 41.928 12.489 30.464 0.26 -0.095 -0.317
O 36.685 6.269 24.864 0.342 0.017 0.209
O 32.211 7.778 26.462 -0.232 -0.438 0.375
O 42.617 0.195 27.586 0.051 0.407 0.221
O 36.946 12.895 24.66 0.394 0.228 -0.221
O 42.045 0.796 25.006 0.585 0.02 0.157
O 38.362 3.607 31.049 -0.277 0.435 -0.031
O 37.947 2.794 23.837 0.021 -0.176 0.558
O 35.8 10.65 28.956 0.048 -0.248 0.118
O 38.284 10.736 25.591 0.165 -0.167 0.603
O 42.636 11.649 24.769 -0.536 -0.074 0.13
O 43.156 10.577 27.281 -0.322 0.284 0.253
O 42.798 8.538 24.526 -0.053 -0.129 0.276
O 49.311 11.973 26.321 0.355 -0.225 0.033
O 45.24 7.459 24.726 -0.385 -0.122 0.125
O 47.293 11.525 24.745 0.141 0.013 0.111
O 51.167 1.297 25.325 -0.191 -0.448 -0.185
O 53.894 13.317 24.567 0.292 -0.22 0.615
O 46.508 2.707 26.049 -0.152 -0.074 0.223
O 51.864 5.235 23.821 0.141 0.083 0.411
O 53.878 6.734 24.437 0.311 0.103 -0.032
O 50.234 9.059 24.641 0.183 0.183 0.146
O 51.667 11.644 28.66 -0.385 -0.157 0.486
O 58.966 14.898 23.823 0.14 -0.107 0.302
O 59.071 0.319 27.684 -0.126 -0.019 -0.227
O 57.772 5.638 24.088 -0.006 0.158 0.1
O 60.158 3.248 23.993 -0.177 -0.001 -0.057
O 59.81 7.267 24.624 -0.015 -0.162 0.271
O 54.494 8.517 26.207 0.457 -0.106 0.538
O 52.007 7.583 26.022 -0.121 -0.162 0.17
O 55.457 13.997 30.018 -0.108 0.033 0.003
O 57.591 13.029 24.786 -0.565 -0.461 0.026
O 63.448 0.652 23.9 0.183 -0.038 0.362
O 8.84 3.739 0.525 0.331 -0.2 -0.405
O -0.117 2.682 23.369 -0.178 0.129 0.289
O 61.626 1.121 28.164 0.232 -0.304 -0.259
O 61.986 5.169 23.603 0.183 0.226 -0.255
O 59.881 2.783 31.744 0.453 -0.176 0.063
O 39.311 12.494 30.131 -0.051 0.095 -0.537
O -0.982 6.031 24.492 0.353 0.066 0.216
O 42.486 5.995 28.615 0.21 -0.423 0.121
O 61.615 9.249 24.737 0.094 0.274 0.316
O 59.723 14.31 28.673 0.185 -0.305 0.788
O -1.456 0.987 29.779 0.461 -0.401 -0.407
O 1.854 0.37 29.516 -0.106 -0.37 -0.201
O 3.879 4.844 29.141 0.081 -0.291 0.064
O 7.498 3.93 26.892 0.119 0.353 -0.106
O 62.944 6.615 0.395 -0.286 -0.302 -0.149
O 62.799 14.663 24.934 -0.057 -0.493 -0.314
O 45.822 11.233 31.85 0.134 0.024 -0.268
O -0.301 9.422 29.509 0.472 -0.216 -0.186
O 31.124 12.822 31.367 0.004 -0.354 0.212
O 29.744 14.617 32.748 -0.128 -0.21 -0.248
O 1.653 14.775 27.216 0.564 0.172 -0.219
O 14.708 3.758 28.769 0.62 -0.347 0.474
O 12.428 7.85 27.262 -0.211 0.258 -0.004
O 12.823 5.528 28.353 0.343 0.305 -0.414
O 12.25 3.333 29.741 -0.325 0.411 0.287
O 3.945 9.703 31.434 0.003 -0.612 -0.362
O 5.263 11.143 27.479 0.2 -0.043 -0.636
O 31.96 9.749 32.076 0.393 0.129 0.376
O 10.219 12.586 33.472 0.306 -0.564 -0.127
O 13.453 3.112 26.596 -0.489 0.28 -0.464
O 18.641 0.172 28.217 0.385 0.426 0.447
O 15.927 2.312 26.809 0.645 0.14 0.101
O 14.813 7.445 30.818 -0.193 0.111 -0.596
O 18.167 5.082 27.974 -0.535 -0.347 0.145
O 12.072 11.811 30.708 0.229 0.705 -0.139
O 18.297 11.404 26.417 0.016 0.394 -0.154
O 57.068 5.122 30.943 0.385 -0.421 -0.137
O 21.004 -0.255 27.181 -0.194 -0.326 0.5
O 28.03 9.843 29.368 0.054 -0.2 0.219
O 21.821 6.066 28.279 0.152 0.127 0.064
O 5.936 0.222 27.058 -0.21 -0.225 -0.037
O 14.28 9.288 28.657 -0.142 -0.329 0.47
O 18.702 9.95 28.549 0.02 -0.08 -0.135
O 16.371 9.424 30.313 0.505 0.272 0.028
O 19.381 1.46 26.057 -0.147 0.586 0.212
O 23.623 -0.391 28.027 0.557 0.508 0.038
O 22.974 14.508 33.455 -0.09 -0.302 -0.45
O 26.786 3.874 28.911 0.065 0.428 0.482
O 22.191 7.671 26.225 -0.283 -0.132 -0.358
O 28.809 11.064 27.144 -0.177 -0.307 -0.252
O 59.216 5.886 32.427 -0.064 0.036 -0.281
O 23.67 5.739 32.077 0.211 0.051 -0.482
O 23.61 9.052 24.521 0.529 0.122 0.06
O 22.356 4.615 0.824 -0.094 0.267 -0.43
O 26.817 1.46 27.808 -0.312 -0.446 0.017
O 27.299 3.565 26.367 -0.109 0.319 -0.48
O 36.866 12.245 27.18 -0.086 -0.132 0.15
O 33.872 0.794 31.561 0.068 0.369 -0.012
O 41.673 8.443 31.482 -0.587 0.084 0.372
O -0.84 5.412 27.48 -0.078 0.167 -0.053
O 27.192 8.087 26.613 0.424 0.486 0.083
O 46.939 11.859 27.37 -0.429 0.66 -0.033
O 30.692 -0.272 27.324 -0.116 -0.351 0.212
O 32.56 1.564 27.744 0.047 0.111 -0.594
O 34.292 8.987 27.569 -0.173 0.434 -0.725
O 30.519 9.61 25.724 -0.092 -0.372 0.043
O 33.858 14.706 30.244 0.706 -0.073 0.419
O 34.359 2.624 33.575 -0.218 -0.264 0.257
O 35.47 5.138 29.451 0.537 -0.078 0.566
O 56.939 8.748 31.907 0.317 -0.301 0.157
O 34.736 11.562 24.221 0.052 -0.158 0.102
O 6.435 7.852 26.591 0.117 -0.355 -0.106
O 32.05 13.132 28.984 -0.215 0.038 -0.472
O 35.761 2.61 28.508 -0.18 -0.092 0.35
O 25.102 13.885 28.761 0.083 -0.094 -0.372
O 22.28 -0.031 1.05 -0.158 -0.36 0.107
O 16.451 0.054 25.292 0.09 0.499 -0.46
O 8.012 7.063 28.616 0.358 0.13 -0.342
O 16.687 13.588 25.151 0.162 -0.32 0.513
O 9.176 6.231 30.913 0 0.461 0.176
O 39.07 13.274 26.025 0.343 -0.141 0.418
O 63.562 2.953 28.057 0.738 -0.316 0.009
O 24.633 8.062 26.923 0.122 0.228 0.261
O 5.443 11.379 30.045 0.2 0.28 0.347
O 46.636 14.346 25.499 0.25 -0.253 0.253
O 42.024 14.772 31.705 -0.233 0.439 -0.31
O 47.779 10.677 29.57 -0.01 0.377 0.155
O 51.984 7.857 33.524 0.045 0.346 -0.252
O 29.53 12.162 29.393 -0.147 0.238 0.097
O 13.677 11.754 32.885 -0.097 0.403 0.06
O 47.051 7.118 26.491 -0.325 -0.285 0.439
O 47.801 8.194 28.774 -0.446 -0.642 0.196
O 44.667 12.547 26.087 0.166 -0.1 0.062
O 37.952 -0.642 26.023 -0.013 0.047 0.375
O 9.164 14.421 31.921 -0.158 0.011 -0.392
O 51.526 7.301 30.391 0.513 -0.023 -0.233
O 21.085 -0.289 31.147 -0.098 -0.159 -0.29
O 10.821 4.72 32.43 0.267 0.223 -0.054
O 52.672 -0.903 25.766 -0.093 -0.002 0.658
O 8.082 -0.949 26.514 -0.272 -0.098 0.195
O 53.039 1.297 27.169 0.102 -0.504 0.487
O 53.931 6.143 27.075 -0.373 0.045 0.469
O 28.726 5.167 27.766 -0.073 0.172 0.219
O 53.113 10.242 33.424 0.554 0.608 0.292
O 49.553 7.621 26.799 0.152 -0.53 0.087
O 51.124 13.806 30.107 -0.271 0.32 -0.362
O 55.495 12.669 27.681 0.062 0.401 -0.364
O 54.286 3.583 27.158 0.372 -0.37 -0.133
O 57.539 -0.813 29.521 -0.211 0.605 0.017
O 58.021 1.182 32.607 0.402 -0.181 -0.11
O 59.557 2.45 29.104 -0.754 0.117 0.146
O 55.97 5.088 25.856 -0.25 0.189 0.13
O 59.867 13.298 26.249 0.114 -0.176 -0.735
O 60.461 10.485 0.127 0.109 0.149 -0.15
O 33.132 -1.082 27.846 0.283 0.162 -0.598
O 55.671 10.85 25.701 0.544 0.121 -0.493
O 54.452 11.551 29.79 -0.531 -0.184 0.382
O 60.074 2.379 26.474 0.616 0.445 0.104
O 2.523 13.597 0.523 -0.5 -0.313 0.028
O 57.809 11.783 26.999 0.363 -0.189 0.395
O -0.842 -0.919 26.821 -0.172 0.154 0.631
O 45.762 -0.19 33.327 -0.509 -0.471 -0.132
O 1.302 6.177 25.93 -0.308 0.323 -0.286
O 44.028 7.163 31.723 0.288 0.165 -0.335
O 62.8 5.745 30.235 0.354 -0.267 -0.184
O 26.053 7.344 24.302 -0.208 0.208 0.211
O -0.861 10.273 27.065 -0.111 -0.04 -0.154
O 61.939 14.625 27.374 0.156 0.293 0.278
O 44.202 7.945 27.758 0.137 0.071 -0.383
O 63.423 9.914 31.57 -0.333 -0.524 0.234
O 61.237 12.187 28.142 0.234 -0.231 -0.083
O 61.858 4.988 28 -0.466 -0.278 -0.52
O 38.426 14.91 30.498 0.102 -0.04 0.223
O 5.124 0.74 29.774 0.01 -0.516 0.035
O 11.128 -0.41 32.752 0.261 -0.489 -0.255
O 9.484 11.829 31.085 -0.525 -0.299 -0.28
O 43.744 5.929 26.274 0.171 0.165 -0.156
O 2.942 12.126 31.04 0.261 0.504 0.547
O 45.45 2.836 29.445 -0.352 0.075 0.048
O 0.997 13.649 32.137 -0.167 0.236 -0.288
O 0.485 0.679 31.655 -0.059 -0.244 0.551
O 16.016 2.537 23.282 0.118 0.008 0.314
O 3.047 1.768 31.222 -0.394 0.558 0.197
O -1.355 2.407 31.985 -0.544 0.053 -0.034
O 33.71 3.957 27.78 -0.064 0.26 -0.192
O 31.313 5.256 30.753 0.394 0.198 0.37
O 11.768 1.434 25.496 -0.295 0.379 -0.146
O 39.611 0.488 29.169 0.349 -0.324 -0.046
O 29.294 6.784 30.443 -0.48 -0.067 -0.22
O 10.847 9.206 32.974 0.212 0.117 0.092
O 3.226 10.462 29.035 -0.592 -0.757 0.024
O 16.856 0.575 30.06 -0.607 -0.157 0.396
O 7.564 12.534 32.66 -0.238 0.031 -0.551
O 42.718 5.216 32.784 -0.071 0.112 0.287
O 13.536 0.577 32.911 0.281 0.081 -0.458
O 19.834 12.767 32.921 -0.054 -0.07 -0.31
O 18.981 1.368 31.264 0.193 0.242 -0.169
O 13.649 5.163 30.793 0.306 -0.094 0.275
O 14.036 6.357 33.041 0.219 0.494 0.388
O 14.615 11.328 30.331 0.373 0.474 0.179
O 12.069 0.886 30.678 0.342 -0.503 -0.114
O 12.158 7.308 31.423 -0.471 -0.496 -0.294
O 42.082 6.623 0.194 -0.011 0.043 -0.501
O 11.389 2.167 32.862 -0.501 -0.023 0.151
O 35.15 5.199 33.327 0.386 -0.12 -0.105
O 22.965 3.907 29.282 0.259 0.108 0.236
O 22.582 1.411 30.022 -0.443 -0.08 -0.654
O 10.623 -0.638 26.509 0.379 0.019 0.419
O 18.276 5.378 30.605 -0.056 -0.435 0.51
O 28.432 3.436 32.157 0.361 0.221 0.059
O 16.26 8.492 32.797 0.028 0.104 0.265
O 50.023 9.278 29.472 0.018 0.114 -0.297
O 44.923 0.326 28.811 -0.056 0.16 -0.085
O 54.942 15.985 0.477 0.067 -0.077 -0.243
O 55.999 5.198 28.477 0.421 -0.036 -0.028
O 59.59 11.854 30.135 -0.096 0.125 -0.113
O 23.345 -1.264 30.394 0.106 -0.227 0.311
O 31.322 3.191 32.439 0.128 -0.552 -0.06
O 27.335 -0.772 32.744 -0.291 0.528 -0.201
O 23.654 3.158 31.684 -0.464 -0.238 0.191
O 40.217 5.767 27.29 -0.529 -0.11 -0.029
O 63.594 12.831 26.647 -0.532 -0.046 0.419
O 40.746 6.968 25.032 0.062 0.098 -0.032
O 17.349 14.384 29.138 -0.552 -0.169 -0.089
O 31.534 10.651 29.717 0.08 -0.019 -0.256
O 21.573 10.821 32.639 0.288 -0.669 0.172
O 26.646 13.879 30.899 0.181 -0.032 -0.313
O 45.34 10.183 28.687 0.26 -0.022 0.144
O 17.317 0.69 0.121 -0.212 -0.395 -0.505
O 56.744 6.179 33.323 -0.283 0.262 -0.195
O 53.084 0.558 33.008 -0.245 0.01 -0.484
O 31.076 3.747 27.8 -0.385 -0.3 0.002
O 30.878 6.292 28.351 0.071 0.51 -0.357
O 24.936 11.993 30.533 -0.535 0.24 0.014
O -0.545 11.511 24.768 0.192 -0.28 -0.138
O 47.946 9.639 26.512 -0.212 -0.126 -0.353
O 10.014 2.067 29.394 -0.367 -0.333 -0.179
O 26.132 5.713 0.372 0.067 -0.631 0.038
O 32.15 -1.071 32.128 -0.159 0.231 0.137
O 43.828 4.546 0.391 -0.094 -0.123 -0.145
O 17.312 3.331 0.304 0.004 0.047 0.28
O 31.619 7.959 30.205 0.135 -0.199 -0.288
O 29.385 8.922 32.061 -0.299 0.383 -0.243
O 17.226 6.662 26.053 -0.15 0.622 -0.029
O 9.734 13.664 25.232 0.157 0.311 -0.424
O 9.236 11.393 26.351 -0.262 -0.465 -0.048
O 50.952 9.824 26.934 -0.557 0.449 -0.012
O 25.954 4.347 31.97 0.105 0.293 -0.74
O 44.211 14.89 0.157 -0.003 -0.437 -0.089
O 40.293 9.504 24.391 0.187 0.34 0.148
O 53.707 1.233 24.6 0.312 -0.068 0.16
O 7.654 11.741 28.504 0.077 0.326 0.346
O 34.299 6.619 31.266 -0.598 -0.1 -0.17
O 36.102 4.755 26.968 0.686 -0.001 -0.04
O 50.356 6.192 32.508 -0.284 -0.081 0.04
O 40.29 11.103 32.164 0.513 -0.088 0.126
O 5.279 2.973 31.315 0.369 -0.168 -0.142
O 4.997 0.529 32.442 0.494 -0.074 0.297
O -1.027 7.226 31.809 -0.095 0.322 -0.216
O 48.369 8.899 31.407 0.025 0.251 0.092
O 29.932 13.38 1.097 0.126 0.005 -0.192
O 61.693 14.112 32.702 -0.069 0.117 -0.29
O 38.446 1.031 31.508 0.186 -0.267 0.229
O 36.084 7.714 32.842 0.237 0.086 -0.595
O 18.866 7.277 32.469 0.021 0.336 0.158
O 4.449 8.945 25.189 -0.166 -0.48 0.001
O 46.279 8.879 32.999 -0.121 -0.147 0.061
O 35.42 0.21 33.585 0.276 -0.121 -0.115
O 51.6 3.428 26.798 -0.037 0.441 0.117
O 9.889 0.322 24.077 -0.34 -0.313 0.221
O 38.279 9.427 32.996 -0.18 -0.236 -0.59
O 40.857 3.644 31.802 0.125 -0.556 -0.086
O 46.561 0.674 30.736 0.17 -0.081 -0.257
O 51.669 9.808 31.358 0.011 0.083 -0.051
O 58.626 1.158 24.548 -0.529 -0.188 0.36
O 5.503 4.251 33.573 0.056 0.34 0.166
O 55.65 7.176 30.197 -0.132 0.029 -0.697
O 55.977 10.108 28.149 0.17 -0.566 -0.231
O 44.498 14.931 26.907 0.046 0.271 0.172
O 53.449 2.808 31.761 0.062 0.026 -0.169
O 45.901 2.846 0.916 0.085 0.066 -0.399
O 35.745 7.924 29.47 0.68 0.027 0.201
O 8.781 3.623 31.179 -0.433 -0.193 0.252
O 10.801 9.514 30.462 -0.239 -0.175 -0.605
O 48.309 4.19 32.338 0.35 -0.138 0.065
O -1.127 14.234 33.625 0.117 0.009 -0.068
O 35.644 13.39 0.917 0.015 -0.078 -0.468
O 56.36 -0.72 31.87 -0.541 -0.231 -0.269
O 40.627 1.695 27.006 0.165 0.501 -0.112
O 5.226 2.342 23.411 0.136 0.198 0.517
O 36.126 2.123 31.753 -0.037 0.132 -0.47
O 56.75 13.878 0.945 -0.005 0.18 -0.243
O 16.563 2.59 31.653 -0.205 0.284 -0.065
O 62.932 8.432 28.153 0.166 -0.092 0.038
O 60.969 9.818 29.238 -0.055 -0.092 0.135
O 22.946 1.48 26.568 0.222 -0.164 0.376
O 61.032 11.5 32.574 -0.594 -0.408 -0.244
O 3.578 1.033 27.652 -0.159 -0.214 -0.618
O 63.293 -0.18 32.048 -0.186 -0.026 -0.402
O 28.545 4.486 0.373 -0.581 -0.102 -0.307
O 0.72 4.019 32.541 0.037 -0.435 -0.154
O 63.512 4.89 32.627 -0.029 -0.03 0.288
O 19.744 6.855 26.801 -0.03 0.336 -0.214
O 29.05 11.416 24.498 0.107 0.379 -0.474
O 47.698 0.403 25.858 -0.305 -0.096 0.149
O 63.43 11.715 33.259 0.278 0.074 -0.19
O 50.559 10.797 33.575 -0.456 -0.284 -0.099
O 0.653 9.083 31.991 0.375 0.273 0.224
O 55.464 1.542 32.997 0.287 0.122 -0.025
O 4.444 14.498 33.671 0.162 -0.231 -0.136
O 24.991 2.154 29.62 -0.054 -0.216 0.119
O 62.911 4.22 25.805 0.129 -0.597 -0.434
O 6.509 4.807 29.105 0.384 0.364 0.409
O 16.56 11.343 0.746 0.002 -0.083 0.1
O 8.199 8.298 0.612 -0.079 -0.17 -0.198
O 4.534 8.454 33.677 -0.04 -0.165 -0.092
O 22.91 -1.086 25.683 -0.088 0.247 -0.195
O 21.608 3.746 27.07 -0.532 -0.061 -0.108
O 11.213 16.28 0.824 -0.566 0.279 0.31
O 5.473 10.877 33.15 -0.219 -0.239 -0.086
O 24.573 2.875 1.27 0.011 0.02 -0.415
O 17.961 2.993 29.507 -0.058 -0.1 -0.483
O 8.352 5.259 33.236 -0.306 -0.477 0.094
O 40.723 7.804 29.036 -0.25 0.376 -0.183
O 17.362 13.595 33.379 -0.311 -0.604 -0.061
O 3.094 4.448 26.627 0.298 -0.411 -0.18
O 50.786 13.844 27.609 0.047 0.432 0.278
O 8.653 0.481 33.197 0.028 0.392 -0.652
O 61.695 6.874 32.301 0.097 0.68 -0.332
O 20.16 0.618 33.409 0.093 0.617 0.018
O 33.796 9.478 30.167 0.17 -0.101 0.584
O 46.032 12.607 29.677 -0.222 0.607 -0.457
O 52.563 9.233 28.921 0.562 -0.17 0.149
O 19.423 4.971 33.341 0.144 0.039 -0.54
O 49.199 14.576 25.807 0.025 0.337 -0.022
O 47.302 1.464 28.232 0.358 0.086 0.414
O 14.043 0.558 26.364 -0.079 -0.591 -0.158
O 49.103 2.55 26.433 -0.063 0.314 0.111
O 57.697 14.48 27.043 -0.383 0.148 -0.266
O 47.054 1.979 32.858 -0.106 -0.055 -0.076
O 26.611 1.266 0.639 0.452 -0.148 -0.184
O 1.52 5.592 28.431 -0.159 0.289 0.496
O 15.817 4.383 33.505 0.151 0.332 0.106
O 7.012 9.423 24.523 0.232 0.314 0.442
O 10.307 11.319 28.705 0.137 -0.309 -0.483
O 24.833 7.885 0.917 -0.22 0.23 0.275
O 21.348 6.786 32.73 -0.167 0.317 -0.51
O 46.403 5.09 24.96 0.358 0.049 0.04
O 24.594 10.611 32.801 0.331 0.64 0.399
O 0.146 7.824 27.552 0.475 -0.005 -0.207
O 26.35 13.119 33.426 -0.487 -0.184 -0.195
O 40.376 13.246 0.411 -0.402 -0.123 0.776
O 46.791 13.609 32.084 -0.299 0.223 0.213
O 18.722 -1.131 25.947 0.106 -0.529 0.216
O 11.045 5.674 26.461 -0.131 -0.012 0.109
O 27.563 10.249 0.49 0.175 0.37 -0.021
O 6.692 9.339 28.78 0.506 0.083 0.245
O 60.85 7.193 29.181 -0.649 0.142 0.416
O 20.295 4.2 29.315 0.001 -0.069 0.244
O 33.56 14.83 0.115 -0.055 -0.048 -0.061
O 26.132 5.817 27.28 -0.534 -0.102 -0.125
O 32.498 3.098 29.944 0.566 -0.162 0.035
O 35.355 8.728 0.106 -0.063 0.247 -0.178
O 21.103 11.599 27.859 -0.125 -0.274 0.133
O 32.822 9.453 0.051 -0.507 -0.553 -0.004
O 49.41 13.395 31.984 -0.174 -0.497 -0.147
O 37.664 11.442 0.523 -0.113 0.259 -0.098
O 54.436 4.826 30.484 -0.106 0.144 0.162
O 41.071 2.646 1.03 0.031 0.056 -0.217
O 54.258 8.333 32.059 -0.3 -0.038 -0.219
O 0.779 12.31 27.034 0.438 -0.012 -0.244
O 40.61 10.271 29.773 -0.37 -0.134 -0.666
O 30.503 5.277 25.817 0.548 -0.175 -0.027
O 27.512 1.758 30.313 -0.084 -0.546 0.143
O 31.918 0.093 29.794 -0.543 0.279 0.269
O 44.981 5.388 28.544 0.276 -0.035 -0.317
O 51.856 4.748 30.903 -0.033 -0.008 -0.162
O 39.936 13.851 33.1 -0.11 -0.073 -0.504
O 1.228 13.378 29.471 -0.453 0.54 0.1
O 37.001 0.457 29.315 -0.631 -0.169 0.093
O 57.936 3.454 25.471 -0.082 0.001 0.364
O 46.999 4.838 30.112 0.334 0.054 -0.43
O 60.3 4.797 30.089 -0.634 0.263 0.227
O 44.732 10.004 25.504 0.693 0.05 0.574
O 32.979 9.601 24.78 0.254 -0.174 0.15
O 33.603 6.749 28.627 -0.33 -0.471 -0.024
O 40.157 5.429 29.941 -0.151 0.246 0.097
O 44.246 13.37 31.401 0.168 0.221 0.454
O 48.15 -0.575 32.531 0.228 0.162 0.194
O 5.38 7.087 28.935 -0.292 0.221 0.211
O 49.383 5.64 30.332 -0.233 -0.158 -0.353
O 2.86 10.498 33.64 -0.051 -0.061 -0.337
O 3.212 12.79 27.816 0.17 0.531 -0.091
O 3.237 4.484 32.302 -0.217 -0.203 -0.336
O 14.348 12.049 25.13 0.104 0.081 0.31
O 51.355 13.16 25.19 0.202 -0.41 -0.287
O 23.143 10.114 30.649 0.108 -0.332 -0.548
O 61.935 2.76 30.138 0.148 0.082 0.468
O 1.493 6.549 32.185 0.256 0.403 -0.315
O 52.815 3.049 29.206 -0.09 -0.381 0.244
O 34.496 6.684 26.146 0.142 -0.061 -0.295
O 23.556 0.372 32.214 0.08 0.541 0.011
O 58.359 11.038 32.263 0.316 0.262 0.373
O 53.277 13.689 28.633 0.158 0.597 -0.427
O 58.183 11.862 0.163 -0.256 0.005 -0.099
O 20.974 8.579 28.312 0.507 0.403 0.107
O 57.858 3.774 33.086 -0.524 0.041 0.195
O 62.128 6.801 25.67 0.322 -0.086 0.542
O 43.044 0.956 0.401 0.536 0.269 -0.118
O 40.558 -0.908 26.401 0.107 -0.361 0.415
O 61.06 14.924 0.016 -0.328 0.018 -0.475
O 63.24 14.05 1.142 -0.493 0.389 0.626
O 31.989 11.996 0.23 0.418 0.215 -0.152
O 0.303 11.447 31.005 -0.101 0.213 -0.079
O 13.465 10.002 26.362 -0.092 0.035 0.151
O 19.09 7.698 29.843 0.29 -0.259 -0.492
O 37.843 2.8 33.549 -0.197 0.312 -0.184
O 44.395 9.323 0.15 -0.223 -0.241 0.016
O 5.29 5.606 31.222 0.04 0.278 0.426
O 62.272 11.842 30.469 0.157 0.243 -0.454
O 41.759 4.544 25.441 0.069 -0.416 0.073
O 29.134 1.594 26.45 0.204 0.412 0.156
O 43.832 9.709 32.465 -0.13 0.301 -0.227
O 34.579 12.971 28.313 -0.075 -0.25 -0.093
O 19.876 13.629 29.026 -0.025 0.336 -0.006
O 12.984 10.114 23.845 0.208 -0.197 0.04
O 38.221 2.245 27.805 -0.062 0.67 -0.282
O 16.029 -0.211 27.778 -0.491 -0.324 0.263
O 18.871 -1.235 31.908 -0.209 0.082 -0.037
O 20.674 10.434 25.611 0.233 -0.598 -0.018
O 9.687 6.047 24.267 -0.484 0.129 0.334
O 42.984 9.283 29.515 0.211 0.126 0.288
O 16.286 10.965 28.205 -0.172 0.305 -0.347
O 51.944 12.367 32.118 0.581 0.044 -0.114
O 39.304 4.728 24.931 -0.446 0.073 0.223
O 21.575 12.199 30.399 0.204 0.287 0.35
O 36.773 13.003 29.671 -0.116 0.062 0.005
O 40.299 2.989 29.295 0.308 -0.046 -0.023
O 44.22 3.62 25.148 -0.189 -0.43 0.354
O 10.587 6.936 28.749 0.129 0.569 0.329
O 60.567 8.467 26.942 -0.365 0.304 0.024
O 57 11.24 30.114 0.182 0.18 -0.287
O 57.781 13.459 31.195 0.19 0.184 0.424
O 44.581 4.665 31.071 -0.438 -0.333 -0.006
O 13.115 9.611 31.683 0.247 -0.352 0.022
O 0.926 -0.496 24.876 -0.465 -0.124 0.08
O 26.307 7.777 29.022 -0.361 -0.294 0.28
O 6.64 -0.484 24.454 0.1 0.188 0.097
O 47.443 6.623 32.034 -0.202 -0.097 -0.08
O 51.417 -1.349 32.397 0.028 0.322 -0.51
O 18.188 12.736 30.934 -0.356 -0.372 0.179
O 43.241 14.603 29.306 -0.047 -0.131 -0.148
O 20.469 9.826 30.525 -0.293 -0.161 0.394
O 27.024 12.176 28.833 -0.23 -0.02 -0.28
O 31.251 0.807 25.006 0 0.157 0.068
O 29.283 0.865 31.972 0.257 0.093 -0.23

Results
total energy: -403525.017 eV
total energy less fixed offsets of O -438.35, Si -107.03 eV per atom: 19.333 eV
